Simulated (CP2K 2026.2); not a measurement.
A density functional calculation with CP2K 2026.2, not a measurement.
Periodic cell of 2016 atoms, Si1440O576, from a study of silicon, its oxide and their interface. The atomic structure is a simulated model.
Doubt: the forces sum to 6.03 eV/angstrom along one axis rather than to zero, so they err by at least 0.0030 eV/angstrom per atom on average; the grid cutoff is modest.

Settings: functional PBE; method Gaussian and plane waves; basis set DZVP-MOLOPT-SR-GTH; pseudopotentials GTH-PBE; grid cutoff 300 Ry, relative cutoff 40 Ry; k points Gamma only; occupations fixed; spin none; net charge 0.

Cell vectors (angstrom)
a 65.28 0 0
b 0 16.32 0
c 0.9532 1.9475 33.544

Atoms and the computed forces on them: element, x, y, z (angstrom), force x, y, z (eV/angstrom)
Si 1.315 -1.687 0.321 -0.05 0.248 0.636
Si 3.629 1.678 0.412 0.093 -0.226 0.724
Si 1.307 3.829 0.414 -0.106 0.245 0.675
Si 3.964 6.541 0.159 -0.084 0.238 0.698
Si 1.031 -6.521 0.115 0.095 -0.173 0.8
Si 3.646 -3.757 0.223 0.099 -0.173 0.755
Si 6.744 -1.632 0.365 -0.013 0.088 0.679
Si 9.503 0.843 -0.241 -0.229 0.399 0.697
Si 6.162 4.308 0.182 0.282 -0.022 0.78
Si 9.118 7.004 0.002 0.132 -0.217 0.714
Si 6.814 9.181 -0.012 -0.198 0.199 0.776
Si 8.929 -3.849 0.159 0.172 -0.079 0.728
Si 11.833 -1.282 0.041 0.158 -0.137 0.757
Si 14.323 1.592 -0.013 0.335 -0.114 0.718
Si 12.143 3.875 0.051 -0.208 0.164 0.705
Si 14.608 6.963 -0.151 0.197 -0.15 0.652
Si 12.384 -7.127 0.039 -0.094 0.125 0.707
Si 15.142 11.958 0.057 -0.166 0.033 0.734
Si 17.686 -1.59 0.046 -0.081 0.129 0.607
Si 20.076 1.354 -0.034 0.337 -0.199 0.569
Si 17.888 3.718 -0.212 -0.38 0.344 0.603
Si 20.722 6.306 -0.225 -0.309 0.417 0.644
Si 17.439 9.832 -0.121 0.082 -0.224 0.654
Si 20.012 12.654 -0.028 0.161 -0.098 0.735
Si 23.41 -1.521 0.132 -0.256 0.26 0.671
Si 26.382 1.215 -0.084 -0.425 0.2 0.708
Si 23.008 4.031 -0.09 0.239 -0.214 0.566
Si 25.46 7.189 -0.223 0.041 -0.137 0.653
Si 23.276 9.497 -0.166 -0.197 0.027 0.605
Si 25.475 -3.966 0.201 0.358 -0.056 0.652
Si 28.468 -1.127 0.051 0.122 -0.268 0.726
Si 31.086 1.597 0.248 0.089 -0.098 0.75
Si 28.896 3.756 0.078 -0.081 0.275 0.674
Si 31.85 6.337 -0.212 -0.12 0.206 0.732
Si 28.564 -6.76 -0.158 -0.217 0.225 0.726
Si 31.463 -4.107 -0.222 -0.236 0.202 0.625
Si 34.361 -1.708 0.106 -0.03 0.079 0.787
Si 36.022 1.787 -0.204 0.313 -0.068 0.699
Si 33.994 4.13 0.282 -0.017 0.031 0.499
Si 37.024 6.639 0.089 -0.037 -0.023 0.619
Si 33.863 -6.209 -0.098 0.013 -0.402 0.668
Si 36.686 -3.808 -0.025 0.095 -0.103 0.631
Si 39.677 -1.426 -0.066 -0.097 0.179 0.611
Si -22.596 1.178 -0.056 -0.218 0.141 0.725
Si 39.123 4.352 -0.242 0.117 -0.179 0.724
Si -23.2 6.899 -0.17 0.112 -0.067 0.642
Si 39.861 -7.157 -0.199 -0.048 0.18 0.695
Si -23.327 -3.682 -0.15 0.194 -0.237 0.659
Si -20.425 -1.088 0.027 0.085 -0.188 0.721
Si -17.537 1.39 0.345 -0.005 -0.015 0.443
Si -19.709 3.624 0.072 -0.041 0.036 0.727
Si -17.748 6.951 0.119 0.258 -0.085 0.692
Si -19.946 -7.106 -0.004 -0.165 0.127 0.747
Si -17.13 -4.328 0.044 -0.177 0.048 0.746
Si -15.307 -0.79 -0.093 0.143 -0.121 0.707
Si -12.295 1.684 0.146 0.041 -0.177 0.755
Si -14.591 3.769 0.087 -0.083 0.23 0.698
Si -11.733 6.569 0.27 -0.25 0.003 0.681
Si -14.878 -6.553 0.021 0.155 -0.253 0.681
Si -11.934 -3.925 0.143 0.028 -0.321 0.685
Si -9.15 -1.613 0.301 -0.074 0.176 0.766
Si -6.446 1.169 0.198 -0.134 0.124 0.792
Si -9.465 4.475 0.353 -0.102 -0.281 0.728
Si -6.916 7.074 0.506 0.251 -0.312 0.614
Si -9.296 -7.147 0.441 -0.108 0.365 0.659
Si -7.005 -3.86 0.388 0.109 -0.079 0.678
Si -4.256 -1.071 0.197 0.092 -0.194 0.794
Si -1.421 1.64 0.651 -0.056 -0.234 0.599
Si -3.617 3.827 0.51 -0.263 0.055 0.715
Si -1.693 6.929 0.628 0.309 -0.044 0.742
Si -3.947 -7.195 0.41 -0.171 0.367 0.638
Si -1.244 -4.337 0.093 -0.203 0.107 0.783
Si 2.516 -0.037 1.56 -0.019 -0.009 -0.045
Si 5.238 2.765 1.66 0.015 0.006 -0.053
Si 2.521 5.435 1.601 0.011 -0.011 -0.038
Si 5.247 8.109 1.384 0.003 -0.015 -0.073
Si 2.575 -5.416 1.497 -0.02 0.006 -0.096
Si 5.221 -2.781 1.65 -0.002 -0.009 -0.035
Si 8.029 -0.032 1.42 0.014 0.023 -0.067
Si 10.562 2.577 1.183 -0.005 -0.056 -0.023
Si 7.93 5.417 1.312 -0.017 0.003 -0.06
Si 10.739 -8.214 1.322 -0.021 0.02 -0.032
Si 7.883 -5.519 1.39 -0.007 -0.04 -0.039
Si 10.664 -2.801 1.377 -0.016 0.007 -0.046
Si 13.367 -0.059 1.348 -0.012 0.001 -0.056
Si 16.149 2.682 1.078 -0.035 0.014 -0.028
Si 13.438 5.44 1.246 0.002 -0.018 -0.025
Si 16.274 8.125 1.109 -0.019 0.038 -0.055
Si 13.525 10.8 1.315 0.007 -0.009 -0.052
Si 16.218 -2.787 1.396 0.004 -0.002 -0.045
Si 18.889 -0.074 1.362 0 -0.016 -0.028
Si 21.731 2.549 1.198 -0.015 0.001 -0.044
Si 19.009 5.343 1.114 -0.009 0.001 -0.062
Si 21.682 8.155 0.991 0.004 -0.023 -0.032
Si 18.96 10.966 1.256 -0.004 0.014 -0.044
Si 21.654 -2.607 1.299 0.007 -0.005 -0.028
Si 24.619 0.138 1.205 0.056 0.016 -0.059
Si 27.338 2.697 1.448 0.017 -0.005 -0.053
Si 24.515 5.42 1.108 0.015 0.014 -0.038
Si 27.064 -8.038 1.143 0.029 -0.021 -0.014
Si 24.313 -5.478 1.472 -0.007 -0.029 -0.055
Si 27.245 -2.773 1.224 -0.009 0.035 -0.057
Si 29.921 0.013 1.487 -0.011 0.006 -0.053
Si 32.616 2.764 1.545 0.003 0.004 -0.036
Si 30.058 5.479 1.15 0.009 0.029 -0.048
Si 32.814 -8.126 0.989 -0.003 0.058 -0.039
Si 29.95 -5.37 1.126 0.026 0.015 -0.039
Si 32.677 -2.761 1.318 -0.001 -0.002 -0.034
Si 35.334 0.071 1.29 0.025 -0.007 -0.049
Si 37.941 2.739 1.01 -0.024 -0.028 -0.081
Si 35.468 5.504 1.414 -0.005 0.003 -0.025
Si 38.298 -8.163 1.281 0.017 0.011 -0.037
Si 35.475 -5.319 1.332 0.001 0.013 -0.071
Si 38.186 -2.615 1.297 -0.008 0.025 -0.034
Si -24.359 0.134 1.157 0.015 -0.022 -0.055
Si -21.477 2.675 1.333 0.008 0.021 -0.071
Si -24.449 5.379 1.124 -0.011 0.007 -0.046
Si -21.648 -8.218 1.193 -0.007 -0.012 -0.037
Si -24.368 -5.433 1.092 0.005 -0.002 -0.017
Si -21.645 -2.709 1.2 -0.003 0.013 -0.049
Si -18.946 -0.028 1.503 0 0.005 -0.049
Si -16.114 2.748 1.556 0.025 0.006 -0.045
Si -18.833 5.352 1.42 -0.02 0.012 -0.039
Si -16.119 -8.139 1.305 0.039 -0.016 -0.048
Si -18.822 -5.466 1.271 0.01 -0.006 -0.071
Si -16.145 -2.598 1.281 0.024 -0.007 -0.028
Si -13.564 0.091 1.34 0.007 -0.037 -0.061
Si -10.722 2.809 1.47 -0.013 0.008 -0.059
Si -13.438 5.391 1.382 -0.026 0.016 -0.053
Si -10.801 -8.235 1.768 -0.022 -0.029 0
Si -13.334 -5.409 1.371 -0.003 0.03 -0.045
Si -10.712 -2.684 1.658 0.024 0.006 -0.056
Si -8.03 0.034 1.518 0.014 -0.016 -0.049
Si -5.353 2.709 1.589 -0.042 -0.009 -0.061
Si -8.02 5.494 1.804 0.006 -0.018 -0.044
Si -5.435 8.172 1.896 -0.011 -0.027 -0.038
Si -8.177 -5.439 1.652 0.004 -0.006 -0.029
Si -5.39 -2.655 1.557 0.019 0.012 -0.052
Si -2.71 -0.027 1.626 -0.016 0.004 -0.053
Si -0.053 2.824 2.012 0.014 0.021 -0.044
Si -2.739 5.399 2.004 -0.018 -0.012 -0.058
Si -0.01 8.207 1.552 0.038 0.019 -0.077
Si -2.798 -5.45 1.467 0.031 -0.004 -0.067
Si -0.15 -2.876 1.621 -0.021 -0.036 -0.038
Si 1.306 1.288 3.084 0.005 0.012 0.047
Si 3.902 4.111 3.005 -0.001 0.001 0.038
Si 1.283 6.849 2.964 -0.039 0.005 0
Si 3.975 9.509 2.797 0.006 0.008 -0.017
Si 1.268 -4.139 2.98 0.017 -0.007 0.024
Si 3.929 -1.334 2.941 0 0.023 0.023
Si 6.707 1.351 2.818 0 -0.015 0.001
Si 9.317 4.004 2.621 0.033 0.028 0.004
Si 6.649 6.779 2.772 -0.01 -0.009 0.021
Si 9.399 -6.812 2.694 -0.019 -0.002 0.014
Si 6.614 -4.198 2.877 0.027 0.002 0.031
Si 9.387 -1.402 2.797 0.015 0.008 0.031
Si 11.995 1.324 2.668 -0.02 -0.008 0.022
Si 14.863 4.067 2.541 0.013 -0.018 0.027
Si 12.1 6.746 2.681 0.011 0.006 0.01
Si 14.925 9.431 2.627 0.024 0.002 0.028
Si 12.125 12.172 2.656 0.015 0.006 0.011
Si 14.816 -1.385 2.657 -0.013 0.011 0.024
Si 17.483 1.356 2.571 -0.009 0.022 0.048
Si 20.343 3.979 2.534 -0.007 0.014 0.024
Si 17.635 6.747 2.471 0.002 -0.013 -0.011
Si 20.335 9.483 2.472 0.051 0.01 0.005
Si 17.62 12.225 2.734 0.001 -0.026 0.04
Si 20.33 -1.318 2.722 0.002 -0.013 0.036
Si 23.153 1.346 2.6 -0.003 -0.024 0.003
Si 25.867 4.134 2.568 -0.031 0.002 0.003
Si 23.057 6.779 2.452 -0.009 -0.009 0.027
Si 25.791 -6.803 2.682 0.014 -0.001 0.026
Si 22.931 -4.053 2.684 -0.001 0.028 0.033
Si 25.882 -1.343 2.585 0.004 0.007 0.043
Si 28.582 1.343 2.858 0.019 -0.009 0.033
Si 31.241 4.185 2.747 -0.04 -0.002 0.054
Si 28.557 6.866 2.414 -0.008 -0.013 0.034
Si 31.349 -6.815 2.414 0.012 -0.004 0.021
Si 28.596 -4.1 2.586 -0.011 -0.018 -0.015
Si 31.345 -1.383 2.683 0.007 0.003 0.015
Si 33.99 1.321 2.751 -0.001 -0.014 0.023
Si 36.791 4.04 2.639 0.017 -0.023 0.039
Si 34.07 6.944 2.589 -0.036 0.021 0.024
Si 36.842 -6.786 2.564 0.007 -0.004 0.016
Si 34.052 -4.061 2.71 0.015 0.009 0.045
Si 36.808 -1.233 2.618 -0.026 -0.032 0.02
Si -25.841 1.452 2.435 -0.013 0.016 -0.002
Si -23.005 4.073 2.506 0.012 0.018 -0.007
Si -25.692 6.747 2.627 0.005 -0.016 0.033
Si -22.987 -6.77 2.52 -0.021 -0.014 0.001
Si -25.752 -4.107 2.542 0.012 0.008 0.009
Si -23.031 -1.31 2.562 0.011 0.016 0.019
Si -20.279 1.351 2.829 0.014 -0.014 0.039
Si -17.484 4.123 2.853 0.006 -0.013 0.022
Si -20.326 6.737 2.628 0.01 0.033 0.016
Si -17.508 -6.808 2.698 -0.015 0.008 0.026
Si -20.274 -4.095 2.561 0.002 0.008 -0.01
Si -17.562 -1.421 2.754 0.009 -0.001 0.02
Si -14.812 1.355 2.88 0.02 0.004 0.016
Si -12.117 4.105 2.865 0.013 -0.005 0.005
Si -14.813 6.799 2.704 -0.016 -0.01 0.008
Si -12.185 -6.773 2.906 -0.019 0.028 0.001
Si -14.759 -3.98 2.666 -0.03 -0.05 0.035
Si -12.211 -1.279 2.77 -0.011 0.035 0.031
Si -9.436 1.385 2.833 -0.014 0 -0.006
Si -6.701 4.028 3.006 0.02 -0.015 0.023
Si -9.399 6.828 3.132 -0.001 -0.003 0.025
Si -6.799 -6.709 3.083 -0.008 0.023 0.032
Si -9.487 -4.099 3.036 0 -0.022 0.016
Si -6.743 -1.325 2.954 0.013 0.007 0.023
Si -4.036 1.357 3.009 0.004 0 0.026
Si -1.355 4.154 3.339 0.003 0.006 0.044
Si -4.156 6.755 3.219 -0.016 0.007 0.031
Si -1.429 -6.786 2.908 0.001 0.009 0.025
Si -4.068 -4.063 2.892 -0.001 -0.01 -0.012
Si -1.407 -1.424 2.966 0.014 0.035 0.003
Si -0.064 -0.078 4.371 -0.008 0.013 -0.006
Si 2.665 2.687 4.382 -0.007 0.008 -0.006
Si 0.037 5.554 4.489 0.025 -0.008 0.017
Si 2.684 8.179 4.262 0.021 0.009 -0.002
Si -0.074 -5.485 4.333 0.011 -0.017 -0.01
Si 2.63 -2.742 4.302 -0.013 -0.009 -0.015
Si 5.375 -0.007 4.227 -0.018 0.009 -0.009
Si 8.065 2.714 4.147 0.014 -0.002 -0.001
Si 5.356 5.458 4.247 0.012 0.012 -0.012
Si 8.065 -8.188 4.097 -0.011 0.005 -0.029
Si 5.312 -5.524 4.253 -0.009 -0.002 0.014
Si 8.039 -2.787 4.148 0.002 0.015 -0.012
Si 10.758 -0.035 4.13 -0.01 0.011 -0.002
Si 13.473 2.705 3.94 0 -0.004 -0.009
Si 10.742 5.354 4.005 -0.007 -0.022 0.004
Si 13.519 8.108 4.004 0.005 0.025 -0.01
Si 10.787 10.837 4.064 -0.019 0.004 0.006
Si 13.48 -2.763 4.021 -0.011 -0.01 0.01
Si 16.189 -0.01 3.993 0.018 -0.002 0.003
Si 18.925 2.689 3.915 0.02 -0.007 0.009
Si 16.256 5.416 3.898 -0.009 0.007 0.007
Si 18.972 8.128 3.866 -0.019 0.012 0.02
Si 16.244 10.82 4.022 -0.017 0.002 -0.003
Si 18.984 -2.721 4.056 0.006 -0.001 0.007
Si 21.756 0.031 3.998 -0.016 -0.005 -0.006
Si 24.467 2.775 3.929 0.019 -0.004 -0.006
Si 21.699 5.418 3.861 0.004 0.006 -0.012
Si 24.399 -8.216 3.926 -0.017 -0.016 -0.01
Si 21.626 -5.493 3.966 -0.03 0.001 0.019
Si 24.43 -2.69 3.929 0.002 0.012 -0.028
Si 27.164 -0.04 4.071 0.003 -0.015 -0.006
Si 29.932 2.782 4.1 0.01 -0.019 0.029
Si 27.237 5.503 3.886 0.037 0.021 -0.004
Si 29.932 -8.116 3.823 0.011 -0.005 -0.008
Si 27.201 -5.425 3.96 -0.012 0.004 0.003
Si 29.935 -2.747 3.977 0.011 -0.012 -0.009
Si 32.647 -0.023 4.079 -0.02 0.018 0.032
Si 35.409 2.717 4.008 0.022 0.006 -0.02
Si 32.689 5.561 3.967 0.009 0 -0.01
Si 35.458 -8.101 3.958 0.01 -0.005 0.033
Si 32.665 -5.496 3.926 0 -0.031 -0.024
Si 35.428 -2.633 3.971 -0.035 0.046 -0.015
Si -27.09 0.089 3.94 0.006 0.019 0.002
Si -24.429 2.747 3.86 -0.018 -0.016 0.005
Si -27.105 5.417 3.968 0.003 0.004 -0.003
Si -24.347 -8.139 3.924 -0.006 0.008 -0.013
Si -27.114 -5.418 3.938 -0.002 0.026 0.03
Si -24.388 -2.715 3.902 0 0.006 -0.012
Si -21.713 -0.022 4.048 -0.013 -0.018 -0.002
Si -18.907 2.737 4.13 -0.016 -0.011 -0.016
Si -21.709 5.422 3.976 -0.011 -0.003 0.003
Si -18.944 -8.181 3.992 0.018 -0.017 -0.024
Si -21.648 -5.438 3.935 -0.002 -0.011 0.014
Si -18.975 -2.763 4.035 -0.022 -0.003 0.019
Si -16.24 -0.024 4.137 0.017 0 -0.011
Si -13.474 2.737 4.221 -0.008 0.011 -0.007
Si -16.161 5.503 4.159 0.032 0.002 0.005
Si -13.559 -8.164 4.175 -0.008 -0.02 0.013
Si -16.182 -5.381 4.026 0.024 0.007 -0.032
Si -13.509 -2.674 4.155 -0.006 -0.005 0
Si -10.839 0.043 4.172 -0.013 -0.018 0.001
Si -8.123 2.688 4.291 0.008 -0.003 -0.005
Si -10.822 5.426 4.324 -0.01 -0.017 -0.019
Si -8.107 -8.096 4.444 0.003 0.001 0.004
Si -10.865 -5.449 4.327 0.016 -0.004 -0.008
Si -8.104 -2.698 4.309 0.013 0.001 -0.014
Si -5.412 0.005 4.352 -0.001 0.004 -0.026
Si -2.746 2.681 4.47 -0.025 -0.015 -0.023
Si -5.479 5.369 4.488 -0.01 0.015 0.01
Si -2.719 8.188 4.375 0.027 -0.005 -0.039
Si -5.402 -5.36 4.347 -0.007 -0.001 0.01
Si -2.745 -2.755 4.328 0 -0.02 0.005
Si 1.374 -1.389 16.455 0 -0.008 -0.006
Si 4.105 1.342 16.51 0.005 0 0.003
Si 1.392 4.055 16.524 0.008 -0.001 -0.007
Si 4.096 6.745 16.48 -0.007 0.002 0.002
Si 1.362 -6.849 16.462 -0.008 -0.002 -0.008
Si 4.084 -4.161 16.432 0.001 -0.022 -0.01
Si 6.86 -1.373 16.424 0.005 0.013 -0.015
Si 9.559 1.298 16.447 -0.02 0.007 0.008
Si 6.823 4.008 16.435 -0.003 -0.003 -0.007
Si 9.554 -9.6 16.377 -0.007 -0.007 -0.019
Si 6.821 -6.837 16.453 -0.006 -0.013 -0.018
Si 9.572 -4.105 16.476 -0.001 0.014 0.008
Si 12.308 -1.407 16.447 0.005 -0.006 -0.004
Si 15.046 1.338 16.435 -0.013 -0.011 0.009
Si 12.307 4.042 16.395 -0.004 0.022 -0.018
Si 14.991 6.788 16.394 -0.007 -0.011 0.007
Si 12.313 9.503 16.374 0.011 -0.001 -0.005
Si 15.011 -4.097 16.413 0.009 0.003 0.008
Si 17.713 -1.355 16.351 0.008 -0.011 -0.01
Si 20.428 1.369 16.289 -0.001 0.003 0.002
Si 17.758 4.08 16.362 -0.003 0.006 -0.003
Si 20.397 6.83 16.25 -0.019 -0.031 -0.004
Si 17.719 9.533 16.348 0 0.006 0.004
Si 20.427 -4.053 16.267 0.016 0.002 -0.01
Si 23.142 -1.327 16.265 0.019 -0.005 0.006
Si 25.852 1.335 16.139 -0.014 0.024 -0.001
Si 23.108 4.081 16.132 -0.013 0.012 -0.022
Si 25.871 -9.478 16.07 0.012 -0.001 -0.027
Si 23.138 -6.722 16.151 0.005 -0.005 -0.016
Si 25.883 -3.985 16.172 0.021 -0.008 0.003
Si 28.603 -1.349 16.205 -0.001 -0.006 0.013
Si 31.277 1.376 16.161 -0.006 -0.002 -0.007
Si 28.598 4.088 16.095 -0.013 0.013 -0.024
Si 31.318 -9.491 16.093 -0.007 0.009 0.003
Si 28.587 -6.739 16.063 0.004 -0.003 -0.016
Si 31.306 -4.043 16.165 0.008 -0.001 -0.006
Si 34 -1.336 16.146 -0.01 0.002 -0.008
Si 36.706 1.39 16.136 0.008 -0.003 -0.003
Si 33.975 4.081 16.125 -0.008 -0.013 0.005
Si 36.716 -9.447 16.18 0.003 0.019 0.006
Si 33.996 -6.786 16.18 0.002 -0.013 0.005
Si 36.736 -4.044 16.195 0.016 -0.002 -0.001
Si -25.886 -1.344 16.164 -0.001 0.002 -0.017
Si -23.176 1.372 16.258 -0.011 -0.002 0.005
Si -25.843 4.116 16.192 0.007 -0.003 -0.011
Si -23.139 -9.497 16.223 0.01 0.01 -0.003
Si -25.858 -6.75 16.247 -0.002 0.004 -0.001
Si -23.153 -4.081 16.262 -0.006 -0.002 -0.004
Si -20.497 -1.362 16.283 0.006 -0.02 -0.006
Si -17.69 1.389 16.35 0 0.009 -0.006
Si -20.407 4.122 16.297 0.009 0.012 0.006
Si -17.732 -9.511 16.354 0.003 -0.006 -0.002
Si -20.454 -6.8 16.3 0.002 -0.012 -0.012
Si -17.743 -4.098 16.319 0.022 0.002 -0.016
Si -15.008 -1.344 16.471 -0.015 0.032 0.015
Si -12.343 1.316 16.392 -0.013 -0.006 0.001
Si -15.034 4.083 16.366 -0.011 0.009 -0.004
Si -12.264 -9.499 16.418 0.012 -0.001 -0.017
Si -15.042 -6.793 16.388 0.002 -0.002 -0.012
Si -12.302 -4.028 16.499 0.008 0.024 0.012
Si -9.628 -1.436 16.462 -0.002 -0.018 0.012
Si -6.849 1.334 16.441 -0.007 0.019 -0.019
Si -9.548 4.1 16.427 0.016 0.005 -0.021
Si -6.82 6.841 16.456 0.015 -0.001 0.006
Si -9.584 -6.77 16.506 0.016 0.011 0.01
Si -6.92 -4.216 16.479 -0.01 -0.02 -0.015
Si -4.097 -1.389 16.463 0.012 0.021 0.006
Si -1.33 1.34 16.426 0.007 0.001 -0.002
Si -4.088 4.101 16.42 0.016 0.008 0.004
Si -1.347 6.777 16.536 -0.004 0.02 0.007
Si -4.143 9.476 16.522 -0.017 -0.005 -0.004
Si -1.385 -4.11 16.475 -0.003 -0.006 -0.006
Si 2.733 -0.054 17.833 -0.005 0.018 -0.002
Si 5.453 2.73 17.877 0.003 0.014 0.004
Si 2.76 5.406 17.907 0.004 -0.006 0.004
Si 5.429 8.138 17.81 -0.017 0.009 0.013
Si 2.706 -5.503 17.817 0.028 0.011 0.007
Si 5.464 -2.762 17.688 -0.013 -0.004 -0.041
Si 8.205 -0.057 17.849 0.009 -0.013 0.039
Si 10.934 2.692 17.753 0.012 0.005 -0.008
Si 8.216 5.338 17.756 0.023 0.016 -0.014
Si 10.951 -8.233 17.656 -0.014 -0.022 -0.018
Si 8.18 -5.479 17.815 -0.008 -0.001 0.024
Si 10.954 -2.752 17.859 0.001 -0.007 -0.001
Si 13.68 -0.042 17.805 0.024 0.009 0.003
Si 16.475 2.693 17.782 0.013 0.017 -0.004
Si 13.667 5.382 17.78 0.009 -0.002 -0.001
Si 16.342 8.192 17.732 -0.016 0.006 -0.013
Si 13.626 10.873 17.792 -0.017 0.012 -0.006
Si 16.417 -2.743 17.762 -0.016 -0.021 0.019
Si 19.083 0.024 17.696 -0.01 0 -0.02
Si 21.822 2.751 17.597 0.017 0.008 0.018
Si 19.116 5.475 17.714 0.037 0.042 -0.011
Si 21.767 8.266 17.509 0.007 0.025 -0.016
Si 19.111 10.917 17.683 -0.013 0.014 -0.025
Si 21.801 -2.716 17.638 -0.012 -0.028 0.017
Si 24.517 0.055 17.612 -0.029 0.008 0.013
Si 27.244 2.705 17.414 0.029 -0.007 0.02
Si 24.462 5.51 17.373 -0.013 -0.005 0.002
Si 27.285 -8.142 17.383 -0.016 0.004 0.016
Si 24.493 -5.329 17.478 -0.008 0.024 0.015
Si 27.258 -2.686 17.612 0.011 -0.036 0.007
Si 29.981 0.001 17.569 0.033 0.006 0.031
Si 32.622 2.735 17.526 0.007 0.018 0
Si 30.016 5.416 17.421 0.012 -0.007 -0.006
Si 32.586 -8.122 17.529 -0.013 0.002 0.028
Si 29.886 -5.383 17.474 -0.011 -0.013 -0.014
Si 32.681 -2.7 17.535 -0.021 0 0.011
Si 35.333 0.051 17.486 0.008 0.003 0.001
Si 38.073 2.728 17.496 -0.002 0.016 0.004
Si 35.297 5.496 17.432 -0.002 0.001 -0.006
Si 38.064 -8.104 17.605 0.004 -0.023 0.002
Si 35.387 -5.436 17.517 0.001 0.009 -0.021
Si 38.085 -2.678 17.574 0.004 -0.01 0.013
Si -24.591 -0.004 17.568 -0.017 0 0.011
Si -21.825 2.779 17.582 0.004 0.004 0.012
Si -24.52 5.501 17.57 -0.006 -0.017 -0.004
Si -21.792 -8.195 17.635 -0.008 0.011 0
Si -24.499 -5.421 17.649 0.006 0.001 0.041
Si -21.853 -2.722 17.669 0.027 0.005 0.002
Si -19.121 0.013 17.582 0.026 0.032 -0.005
Si -16.339 2.726 17.781 0.017 0.005 0
Si -19.013 5.402 17.736 0.025 -0.015 -0.005
Si -16.439 -8.115 17.743 -0.012 -0.004 0.01
Si -19.117 -5.435 17.672 0.009 -0.022 -0.007
Si -16.402 -2.783 17.722 -0.032 -0.021 -0.004
Si -13.646 0.019 17.883 0.014 -0.014 0.002
Si -10.952 2.685 17.659 0.012 -0.001 -0.023
Si -13.673 5.458 17.683 0.013 -0.009 -0.018
Si -10.925 -8.151 17.831 0.002 -0.015 -0.004
Si -13.7 -5.431 17.752 -0.025 -0.01 -0.012
Si -10.945 -2.726 17.964 0.01 0.004 0.027
Si -8.255 -0.052 17.733 0.016 -0.004 -0.009
Si -5.432 2.705 17.719 0 -0.016 -0.02
Si -8.166 5.476 17.771 -0.01 -0.014 0.003
Si -5.544 8.177 17.932 0.002 0.026 0.001
Si -8.262 -5.498 18.002 -0.004 0.005 0.012
Si -5.515 -2.828 17.678 0.002 0.008 -0.032
Si -2.682 -0.007 17.773 -0.01 -0.012 -0.006
Si 0.015 2.659 17.823 0 -0.021 0.017
Si -2.807 5.467 17.843 -0.014 -0.008 0.02
Si 0.077 -8.209 17.886 0.018 0.005 0.007
Si -2.73 -5.502 17.821 0.003 0.013 0.016
Si -0.027 -2.718 17.793 -0.002 0.001 -0.012
Si 1.364 1.28 19.217 -0.027 -0.016 -0.012
Si 4.089 4.061 19.326 0.02 -0.02 -0.017
Si 1.482 6.801 19.317 0.005 0.069 -0.006
Si 4.026 -6.868 19.223 -0.006 -0.041 -0.031
Si 1.312 -4.107 19.105 -0.007 0.003 -0.037
Si 4.124 -1.483 19.096 -0.009 -0.014 -0.017
Si 6.812 1.326 19.177 0.001 0.017 -0.015
Si 9.569 3.996 19.163 0.009 0.008 -0.025
Si 6.822 6.707 19.039 -0.027 0.003 -0.029
Si 9.619 -6.916 19.03 0.014 -0.005 -0.029
Si 6.749 -4.068 19.103 -0.018 0.006 -0.006
Si 9.57 -1.424 19.243 0.011 0.017 -0.02
Si 12.263 1.331 19.118 -0.002 0 -0.006
Si 15.099 4.035 19.125 0 0.005 -0.003
Si 12.215 -9.593 19.078 -0.023 0.008 -0.041
Si 14.981 9.529 19.153 0.035 -0.03 -0.021
Si 12.291 -4.134 19.255 -0.01 0.008 -0.021
Si 15.094 -1.389 19.16 -0.008 0.012 -0.028
Si 17.898 1.399 19.212 0.054 0.016 0.031
Si 20.595 4.154 19.032 -0.022 0.003 -0.02
Si 17.725 6.85 19.064 0.002 -0.01 -0.041
Si 20.537 9.606 19.01 0.012 0.024 0
Si 17.803 -4.098 19.145 -0.01 -0.006 -0.03
Si 20.433 -1.366 19.008 0.003 -0.031 -0.029
Si 23.175 1.439 19.013 -0.027 0.018 -0.022
Si 25.814 4.1 18.614 -0.003 -0.01 -0.046
Si 23.165 6.909 18.745 0.001 -0.019 -0.041
Si 25.948 -6.706 18.645 0.013 0.007 -0.045
Si 23.189 -4.057 19.005 0.012 -0.037 -0.038
Si 25.893 -1.307 18.958 -0.01 0.016 0.012
Si 28.592 1.404 18.854 -0.014 0 -0.012
Si 31.292 4.097 18.914 -0.003 0.026 -0.017
Si 28.68 -9.519 18.696 0.002 0.029 -0.05
Si 31.158 -6.745 18.858 0 -0.045 -0.027
Si 28.651 -4.06 18.979 0.005 0.018 0.005
Si 31.387 -1.352 18.964 0.001 0.03 -0.016
Si 33.978 1.373 18.874 -0.021 -0.024 -0.005
Si 36.699 4.162 18.717 0.014 -0.005 -0.037
Si 33.923 -9.543 18.844 -0.007 -0.012 -0.036
Si 36.707 -6.734 18.964 -0.005 0.02 -0.004
Si 34.039 -4.099 18.864 -0.009 0.008 -0.007
Si 36.68 -1.282 18.849 0.019 -0.001 -0.024
Si 39.354 1.368 18.942 -0.005 -0.029 -0.019
Si -23.18 4.156 18.932 0.015 0.005 -0.017
Si 39.427 -9.466 18.966 0.008 0.016 -0.004
Si -23.184 -6.881 18.994 -0.032 0.002 -0.044
Si 39.462 -3.98 18.999 0.022 -0.002 -0.019
Si -23.292 -1.367 18.964 -0.05 -0.002 -0.023
Si -20.442 1.427 18.894 0.025 -0.003 -0.035
Si -17.677 4.036 19.198 -0.034 0.042 -0.021
Si -20.383 -9.517 19.002 0.013 0.002 -0.024
Si -17.795 -6.719 19.126 0.02 0.008 -0.042
Si -20.5 -4.115 19.023 -0.022 0.03 -0.029
Si -17.856 -1.41 18.933 -0.008 -0.034 -0.025
Si -14.992 1.429 19.229 0.018 0.044 0.011
Si -12.291 4.065 18.96 -0.02 0.009 -0.029
Si -15.065 -9.524 19.016 0.017 0 -0.04
Si -12.38 -6.8 19.112 -0.009 0.022 -0.025
Si -15.045 -4.112 19.151 -0.01 -0.014 -0.015
Si -12.263 -1.275 19.322 0.028 0.001 -0.017
Si -9.633 1.339 19.037 -0.026 -0.011 -0.032
Si -6.75 4.098 19.037 -0.001 -0.004 -0.019
Si -9.471 6.849 19.167 0.029 0.039 -0.045
Si -6.941 9.422 19.435 -0.02 -0.027 -0.013
Si -9.655 -4.156 19.399 0.001 -0.002 -0.02
Si -6.928 -1.529 18.978 -0.038 -0.031 -0.037
Si -4.078 1.346 19.061 0.03 0.015 -0.022
Si -1.41 4.054 19.07 0.002 -0.03 -0.018
Si -4.165 6.839 19.273 0.016 -0.009 -0.003
Si -1.347 -6.871 19.178 0.009 -0.004 -0.022
Si -4.177 -4.132 19.064 -0.02 -0.023 -0.039
Si -1.348 -1.343 19.176 0.032 0.033 -0.028
Si 0.008 -0.069 20.654 0.019 -0.011 0.042
Si 2.712 2.613 20.635 -0.01 0.002 0.044
Si -0.038 5.402 20.409 -0.023 -0.003 0.016
Si 2.826 8.128 20.849 0.014 -0.019 0.054
Si -0.021 -5.446 20.485 -0.009 0.017 0.031
Si 2.699 -2.792 20.44 0.019 0.006 0.074
Si 5.442 -0.112 20.447 -0.016 0.001 0.054
Si 8.198 2.659 20.553 -0.015 0.005 0.044
Si 5.513 5.511 20.584 -0.019 0.016 0.066
Si 8.23 8.04 20.314 -0.004 -0.016 0.053
Si 5.336 -5.374 20.457 -0.026 0.013 0.032
Si 8.123 -2.824 20.535 0.019 0.022 0.053
Si 10.89 0.054 20.577 -0.027 -0.002 0.042
Si 13.711 2.625 20.435 -0.008 0.011 0.039
Si 10.866 5.412 20.535 -0.022 0.009 0.055
Si 13.56 -8.227 20.405 0.007 0.019 0.04
Si 10.85 -5.594 20.515 0.021 0.018 0.063
Si 13.716 -2.742 20.581 0.016 -0.02 0.017
Si 16.534 -0.032 20.533 -0.008 -0.041 0.051
Si 19.411 2.783 20.549 0.001 -0.066 0.066
Si 16.44 5.455 20.489 -0.031 0.003 -0.013
Si 19.148 8.27 20.316 -0.039 -0.01 0.038
Si 16.369 10.9 20.515 -0.011 0.03 0.038
Si 19.231 -2.74 20.511 0.025 -0.015 0.025
Si 21.813 -0.021 20.328 0.041 0.041 0.036
Si 24.568 2.957 20.215 -0.026 -0.014 0.029
Si 21.994 5.629 20.288 -0.033 -0.024 0.053
Si 24.612 8.263 19.933 -0.021 0.006 0.031
Si 21.934 10.849 20.485 0.009 0.019 0.042
Si 24.556 -2.649 20.347 -0.035 -0.037 0.062
Si 27.222 0.11 20.275 -0.008 0.023 0.045
Si 29.961 2.721 20.265 -0.003 -0.001 0.079
Si 27.251 5.401 19.835 0.037 -0.001 0.038
Si 29.865 -8.2 20.225 0.04 0.005 0.051
Si 27.227 -5.508 20.176 0.005 -0.013 0.096
Si 30.037 -2.705 20.379 0.017 0 0.069
Si 32.818 -0.028 20.376 0.001 -0.032 0.049
Si 35.313 2.87 20.04 -0.014 0.025 0.04
Si 32.585 5.468 20.333 0.003 0.018 0.06
Si 35.262 -8.154 20.16 -0.013 0.002 0.059
Si 32.558 -5.388 20.161 0.005 0.004 0.041
Si 35.433 -2.724 20.182 0.02 -0.012 0.05
Si 37.901 0.074 20.321 -0.006 0.004 0.023
Si 40.699 2.801 20.24 0.002 0.002 0.049
Si 37.974 5.489 20.163 -0.022 0.014 0.061
Si 40.775 -8.223 20.455 0.026 0.023 0.068
Si 38.112 -5.371 20.32 0.01 0.016 0.073
Si 40.745 -2.635 20.541 -0.017 -0.034 0.051
Si -21.955 0.14 20.094 -0.013 0.016 0.045
Si -19.124 2.628 20.453 0.017 -0.021 0.045
Si -21.727 5.417 20.304 -0.02 -0.033 0.054
Si -19.128 -8.136 20.451 -0.004 0.008 0.045
Si -21.831 -5.53 20.341 0.006 -0.018 0.059
Si -19.279 -2.667 20.386 0.016 -0.007 0.039
Si -16.505 -0.07 20.277 0.012 0.005 0.059
Si -13.502 2.857 20.541 -0.011 -0.055 0.075
Si -16.254 5.437 20.501 -0.002 -0.035 0.067
Si -13.798 -8.135 20.397 -0.035 0.011 0.047
Si -16.477 -5.369 20.581 -0.013 -0.01 0.029
Si -13.675 -2.752 20.512 -0.004 -0.002 0.065
Si -10.874 0.18 20.688 -0.045 -0.024 0.067
Si -8.19 2.726 20.209 -0.017 0.019 0.011
Si -10.913 5.416 20.25 -0.006 -0.012 0.012
Si -8.253 7.962 20.927 0.03 -0.021 0.087
Si -11.094 -5.646 20.682 0.027 0.04 0.054
Si -8.218 -2.682 20.607 0.004 -0.003 0.047
Si -5.483 -0.167 20.139 0.044 -0.03 -0.007
Si -2.762 2.714 20.455 -0.008 -0.008 0.026
Si -5.525 5.387 20.577 0.021 0.015 0.066
Si -2.699 -8.166 20.611 -0.015 -0.022 0.042
Si -5.49 -5.417 20.557 0.002 -0.001 0.081
Si -2.838 -2.706 20.336 -0.026 0.029 0.033
Si 1.627 -1.315 21.9 -0.271 -0.016 -0.665
Si 3.856 0.895 21.839 -0.024 0.192 -0.674
Si 1.02 3.842 21.738 0.195 0.021 -0.684
Si 4.825 7.267 22.078 -0.387 -0.109 -0.717
Si 1.434 -6.585 21.938 -0.027 -0.235 -0.696
Si 3.675 -4.371 21.862 0.2 0.026 -0.718
Si 7.031 -1.162 21.813 -0.097 -0.203 -0.685
Si 9.261 1.13 22.008 0.319 0.21 -0.657
Si 7.034 4.241 21.81 -0.163 -0.115 -0.705
Si 9.191 6.52 21.852 0.3 0.137 -0.775
Si 6.87 -6.78 21.436 -0.018 -0.004 -0.548
Si 9.069 -4.635 21.725 0.044 0.096 -0.692
Si 12.505 -1.123 21.773 -0.112 -0.139 -0.645
Si 14.827 1.004 21.759 0.104 0.194 -0.723
Si 12.528 4.212 21.675 -0.248 -0.221 -0.681
Si 14.691 -9.806 21.692 0.364 0.243 -0.726
Si 12.278 -6.894 21.872 -0.197 -0.185 -0.711
Si 15.42 -3.731 21.912 -0.281 -0.257 -0.727
Si 17.751 -1.562 21.918 0.167 0.29 -0.602
Si 21.069 1.55 21.909 -0.21 -0.009 -0.642
Si 18.136 4.378 21.735 -0.17 -0.267 -0.615
Si 20.333 6.707 21.551 0.256 0.256 -0.655
Si 17.784 9.511 21.759 0.01 0.035 -0.688
Si 20.93 -3.779 21.821 -0.222 -0.271 -0.773
Si 23.034 -1.445 21.711 0.276 0.145 -0.704
Si 26.097 1.792 21.512 -0.143 -0.211 -0.717
Si 23.789 4.771 21.566 -0.163 -0.127 -0.684
Si 26.013 6.869 21.093 0.028 0.007 -0.562
Si 23.651 9.588 21.578 -0.326 -0.023 -0.641
Si 25.671 -4.358 21.472 0.085 0.088 -0.782
Si 28.831 -1.038 21.523 -0.123 -0.182 -0.74
Si 31.15 1.101 21.551 0.157 0.222 -0.751
Si 28.26 3.956 21.326 0.236 -0.073 -0.702
Si 31.424 -9.261 21.641 -0.146 -0.208 -0.7
Si 28.135 -7.254 21.488 0.042 0.08 -0.697
Si 31.746 -3.776 21.691 -0.28 -0.033 -0.72
Si 34.089 -1.614 21.711 0.004 0.292 -0.588
Si 36.706 1.763 21.499 -0.105 -0.322 -0.66
Si 34.269 4.349 21.517 -0.296 -0.117 -0.713
Si 36.411 -9.694 21.465 0.119 0.181 -0.769
Si 33.61 -7.048 21.375 0.069 -0.073 -0.723
Si 37.016 -3.719 21.59 -0.009 -0.208 -0.781
Si 39.08 -1.341 21.763 0.262 0.087 -0.629
Si 42.3 1.68 21.508 -0.18 0.001 -0.74
Si 39.035 3.89 21.46 0.179 0.176 -0.704
Si 42.462 -9.395 21.682 -0.268 -0.037 -0.721
Si 39.63 -6.553 21.67 -0.114 -0.165 -0.794
Si 41.921 -4.424 21.694 0.005 0.244 -0.736
Si -20.753 -1.163 21.53 0.018 -0.258 -0.605
Si -18.279 0.738 21.591 0.034 0.314 -0.767
Si -20.704 3.809 21.705 0.229 0.158 -0.733
Si -17.53 -9.33 21.674 -0.081 -0.142 -0.729
Si -20.737 -7.035 21.803 0.222 0.125 -0.689
Si -17.623 -3.615 21.763 -0.022 -0.224 -0.69
Si -15.297 -1.518 21.646 0.122 0.022 -0.682
Si -11.783 2.021 21.972 -0.076 -0.249 -0.699
Si -14.484 4.535 21.859 -0.198 -0.085 -0.796
Si -12.353 6.735 21.496 -0.042 -0.012 -0.501
Si -15.387 -7.073 21.829 0.178 0.214 -0.774
Si -12.364 -4.1 21.957 -0.173 -0.226 -0.695
Si -9.134 -0.884 21.879 -0.243 -0.22 -0.728
Si -6.924 1.146 21.299 -0.111 0.015 -0.581
Si -9.496 4.092 21.541 -0.011 0.014 -0.476
Si -7.148 6.095 22.187 0.088 0.356 -0.627
Si -10.163 8.906 22.041 0.28 0.181 -0.678
Si -6.537 -3.755 21.857 -0.172 -0.146 -0.744
Si -4.362 -1.527 21.662 0.154 0.093 -0.707
Si -1.2 1.617 21.783 -0.107 -0.248 -0.726
Si -3.825 4.337 21.793 -0.136 -0.222 -0.781
Si -1.519 6.485 21.847 0.07 0.297 -0.704
Si -3.814 -6.463 21.808 -0.168 -0.219 -0.707
Si -1.668 -4.213 21.615 0.206 -0.009 -0.715
Si 1.36 -5.12 -6.49 0.073 -0.059 -0.049
Si 5.177 2.729 23.878 0.049 0 -0.115
Si 2.324 3.883 24.277 -0.002 0.012 0.039
Si 4.153 -3.646 24.825 -0.078 0.024 -0.144
Si 0.709 1.858 25.667 -0.058 0.088 0.08
Si 5.731 -2.293 -6.323 -0.002 -0.006 -0.016
Si 8.04 0.847 -3.171 0.148 -0.101 0.27
Si 9.618 -0.123 -5.767 -0.041 0.123 -0.011
Si 11.332 -1.573 24.651 -0.008 0.047 -0.16
Si 9.36 -3.768 24.632 -0.025 -0.009 -0.129
Si 17.78 -7.2 -3.027 0.089 0.01 -0.009
Si 14.255 -5.574 23.804 0.002 -0.04 -0.01
Si 13.741 -7.585 -4.616 0.003 0.027 0.073
Si 17.663 3.623 24.77 0.064 0.088 -0.091
Si 11.127 5.563 25.95 0.036 0.059 0.001
Si 17.676 6.487 25.607 0.116 -0.068 -0.035
Si 10.693 7.891 24.202 0.006 0.141 -0.13
Si 21.121 -7.327 25.761 0.02 0.132 0.012
Si 10.163 -3.082 -5.02 0.081 -0.058 0.036
Si 23.747 1.023 23.332 -0.169 -0.018 -0.088
Si 27.254 6.378 -6.798 -0.016 -0.017 -0.037
Si 15.955 -8.164 23.795 -0.006 0.04 -0.082
Si 20.034 1.726 24.902 0.084 -0.021 -0.091
Si 24.272 6.959 -6.9 0.042 -0.061 -0.113
Si 22.789 5.048 24.438 0.037 0.1 0.022
Si 28.564 -6.277 24.388 -0.015 0.081 -0.128
Si 20.401 6.581 24.411 0.068 -0.003 -0.054
Si 23.955 -6.307 -6.872 0.012 0.098 -0.016
Si 25.992 5.764 -2.97 -0.091 0.038 0.045
Si 28.558 -1.95 24.415 0.01 -0.031 -0.093
Si 22.788 3.114 -2.957 -0.08 -0.087 0.061
Si -30.217 -4.957 26.303 0.004 0.039 0.014
Si -27.686 -7.822 23.695 0.007 0.046 -0.241
Si 29.854 5.212 23.527 0.086 0.191 -0.008
Si 30.8 5.143 -6.048 -0.077 0.081 0.135
Si 26.499 -4.038 24.365 0.032 -0.035 -0.181
Si -28.782 -1.604 -4.189 0.059 0.024 -0.062
Si -30.18 2.735 23.813 -0.108 -0.002 -0.16
Si -28.051 -3.131 26.032 0.016 0.002 0.023
Si 31.79 -6.862 -3.966 -0.021 -0.073 -0.048
Si -29.869 -5.589 23.512 0.105 -0.009 -0.197
Si -25.224 -3.055 25.206 0.162 0.009 -0.031
Si -24.821 0.708 23.792 -0.124 0.092 -0.107
Si -21.648 -0.072 -4.635 0.082 0.08 0.121
Si -25.947 -7.732 -6.988 -0.096 -0.107 -0.049
Si -23.056 -7.924 -6.57 0.032 -0.031 -0.14
Si -28.505 -4.634 -4.431 0.037 -0.013 -0.077
Si -20.6 -2.082 26.108 0.123 0.026 -0.097
Si -16.126 3.263 24.182 -0.103 -0.048 -0.273
Si -17.192 0.642 24.538 -0.065 -0.087 0.082
Si -17.551 5.887 26.234 0.093 -0.181 -0.187
Si -23.224 5.198 -6.53 -0.033 -0.066 -0.037
Si -22.591 -2.588 23.755 0.053 0.026 -0.151
Si -13.765 -0.981 24.254 0.028 -0.07 -0.101
Si -12.799 1.65 24.997 0.041 0.122 -0.114
Si -10.861 -6.842 24.834 0.155 0.121 -0.109
Si -10.916 5.675 -6.433 0.041 0.084 0.081
Si -7.772 3.122 -1.884 0.095 -0.055 0.041
Si -13.664 -5.848 24.135 0.011 0.143 -0.052
Si -10.033 1.86 26.239 -0.019 -0.034 0.017
Si -5.966 -7.788 -6.973 -0.086 0.002 0.003
Si -7.477 1.559 25.181 0.142 0.051 -0.128
Si -13.114 -3.72 -4.542 0.123 0.116 0.011
Si -5.25 2.393 -6.461 0.063 0.139 -0.117
Si -3.181 0.407 23.904 0.032 0.019 -0.224
Si -6.959 -4.066 24.877 0.006 0.05 -0.05
Si 3.2 5.69 26.505 -0.008 0.035 -0.024
Si -0.244 1.663 -3.972 -0.105 -0.015 0.052
Si -3.54 -7.605 24.516 -0.014 -0.005 -0.108
Si -0.403 -4.203 26.452 -0.057 -0.072 -0.055
Si -0.459 -8.045 24.081 0.071 -0.021 -0.115
Si -1.951 -1.632 -4.915 -0.06 0.059 0.014
Si 2.921 -2.859 -4.938 0.052 -0.047 -0.03
Si 3.731 2.548 -4.868 0.055 -0.003 -0.105
Si 1.51 -7.98 26.447 -0.094 -0.039 -0.022
Si 4.838 7.018 -6.467 0.05 -0.159 -0.077
Si -1.177 -0.555 25.787 0.045 0.118 0.075
Si 5.65 6.652 25.027 -0.05 0.092 -0.115
Si 7.671 -4.479 -5.117 0.042 -0.008 0.077
Si 14.442 1.082 -3.055 -0.077 0.085 -0.026
Si 5.395 0.716 -6.772 0.015 0.066 -0.006
Si 5.427 -6.728 -2.873 0.031 -0.087 0.174
Si 9.981 -6.25 26.353 0.062 -0.082 -0.093
Si 12.358 -4.056 -6.721 -0.031 -0.049 -0.049
Si 15.774 -0.505 26.398 0.049 0.125 -0.076
Si 8.021 5.254 26.194 -0.153 0.025 -0.008
Si 11.866 -5.812 -2.734 0.109 -0.011 0.052
Si 10.387 1.277 24.879 -0.138 0.005 -0.078
Si 12.096 1.3 -4.785 0.033 0.057 0.055
Si 15.284 -2.624 -4.243 0.055 -0.034 -0.028
Si 15.516 6.876 -3.067 -0.036 -0.024 0.055
Si 22.328 -5.948 -4.698 0.059 0.104 0.02
Si 22.917 2.435 25.951 -0.047 -0.034 -0.085
Si 23.338 5.575 -4.421 -0.085 -0.054 0.08
Si 18.549 -0.964 24.961 0.035 -0.003 -0.107
Si 15.25 1.898 24.691 -0.063 -0.043 -0.036
Si 22.22 0.337 -4.431 0.079 0.165 0.03
Si 27.167 3.188 -2.291 0.069 -0.154 0.115
Si 19.468 -5.339 24.006 0.04 0.038 -0.035
Si 23.655 -8.173 24.427 -0.064 -0.047 -0.137
Si 29.152 1.96 -4.53 0.009 0.059 -0.001
Si 26.889 -5.108 -2.215 0.047 0.019 0.062
Si 28.735 6.485 -4.409 0.071 -0.064 0.056
Si 32.11 2.504 -5.189 -0.195 -0.07 0.153
Si 29.461 5.765 26.489 0.1 -0.075 0.142
Si 28.639 -1.195 -4.729 0.041 -0.043 0.123
Si 25.231 -5.457 -4.516 0.021 0.057 0.019
Si 26.222 -2.734 -3.67 -0.018 -0.101 0.006
Si -28.156 3.669 25.694 -0.012 0.05 -0.015
Si 32.627 -0.641 26.179 -0.025 -0.012 0.061
Si -23.686 5.945 24.487 0.072 -0.008 -0.004
Si -29.979 -1.162 24.629 0.074 0.113 -0.192
Si 30.339 -2.075 -2.375 0.039 -0.15 0.15
Si 30.746 -4.147 24.561 -0.027 0.001 -0.08
Si -32.307 7.087 -5.569 -0.001 0.043 0.026
Si -26.368 -0.152 -2.837 -0.033 -0.084 0.112
Si -22.072 -5.743 -4.815 -0.047 -0.026 0.02
Si -25.507 3.775 24.336 0.032 -0.2 -0.1
Si -20.11 -6.283 24.827 -0.037 -0.02 -0.138
Si -24.962 -0.506 26.467 0.022 0.111 -0.025
Si -16.664 6.179 -4.754 0.005 0.138 -0.038
Si -10.902 -0.195 -1.934 -0.046 0.043 0.176
Si -18.624 4.85 23.677 -0.003 -0.06 -0.139
Si -19.773 -6.46 -2.913 -0.105 -0.05 0.106
Si -18.356 -3.888 24.759 -0.003 -0.012 -0.054
Si -22.744 2.387 -3.008 0.151 -0.065 0.154
Si -17.842 -0.984 -5.053 -0.022 -0.021 0.049
Si -10.037 -5.431 -1.909 -0.034 -0.008 0.208
Si -11.459 2.636 -6.012 -0.055 0 -0.026
Si -13.592 7.747 -1.789 0.065 0.097 -0.01
Si -10.884 -2.238 23.796 0.03 -0.007 -0.057
Si -9.61 1.706 -3.835 0.12 -0.132 -0.032
Si -7.187 -1.155 25.986 -0.124 -0.034 0.099
Si -16.052 -3.292 -5.15 0.085 -0.055 0.051
Si -7.434 0.49 -5.575 0.052 0.132 0.049
Si -4.146 6.791 -3.751 -0.001 0.041 0.067
Si -5.402 6.388 24.964 -0.064 -0.038 -0.1
Si -0.102 -2.905 23.969 0.23 -0.015 -0.169
Si -7.482 -2.296 -4.773 -0.164 -0.147 -0.073
Si -5.286 2.503 23.558 0.064 0.041 -0.068
Si -2.36 1.186 -5.994 -0.043 -0.068 -0.011
Si -2.06 -7.908 -4.908 0.071 0.02 -0.002
Si -5.77 -8.027 -1.805 0.09 -0.153 0.142
Si -5.246 -4.103 -3.726 0.063 0.084 -0.068
Si 3.419 0.818 -2.348 0.043 -0.114 0.117
Si 0.954 -0.626 -5.306 -0.061 0.024 -0.012
Si 0.341 0.259 -1.565 -0.022 -0.092 0.065
Si 6.689 -2.023 24.742 -0.03 0 -0.127
Si 0.378 7.013 -3.96 0.013 0.045 0.036
Si 2.448 -7.763 -6.991 0.049 0.066 0.031
Si 4.622 -3.88 -2.714 -0.036 0.045 0.213
Si 10.134 5.001 -2.061 0.044 0.085 0.166
Si 6.039 4.723 -4.838 0.012 -0.012 0.004
Si 6.822 -7.392 -5.504 0.018 0.046 0.129
Si 2.636 -8.098 -2.148 -0.056 -0.061 0.163
Si 13.328 -3.044 -2.122 0 -0.067 0.125
Si 5.695 -1.087 -2.436 -0.035 0.055 0.141
Si 13.888 3.322 -4.891 -0.03 -0.165 0.038
Si 7.421 3.669 -2.484 0.034 0.06 0.039
Si 12.535 3.196 24.574 0.045 0.069 -0.159
Si 9.362 -4.523 -2.843 -0.087 0.01 0.129
Si 16.079 -5.532 -4.82 0.071 -0.033 0.056
Si 11.17 4.036 -4.636 0.041 -0.132 0.041
Si 18.345 3.673 -3.225 0.03 0.029 0.145
Si 16.439 4.641 -5.135 0.019 0.117 0.003
Si 11.973 -7.185 -6.933 0.119 0.026 -0.07
Si 16.899 -0.721 -2.798 -0.069 0.098 0.148
Si 19.061 -3.575 26.396 0.126 -0.049 0.032
Si 19.849 -7.412 -5.352 -0.111 0.199 -0.032
Si -30.731 -6.343 -3.062 0.04 -0.051 0.171
Si 19.622 0.771 -2.966 0.056 0.028 0.142
Si 20.722 5.299 -3.012 0.171 -0.048 0.047
Si 22.022 -4.615 -2.202 0.099 -0.028 0.125
Si 23.516 -1.839 -2.684 -0.103 0.025 -0.039
Si -32.042 2.18 26.22 0.027 0.003 -0.116
Si 31.025 2.46 24.149 -0.043 -0.055 -0.084
Si -29.811 5.624 -4.56 -0.028 0.056 -0.059
Si 30.229 7.951 -2.106 0.055 -0.132 0.108
Si 31.606 -5.406 -6.473 -0.058 0.003 -0.089
Si -25.758 7.659 25.632 -0.006 -0.028 0.018
Si 29.879 0.349 25.674 -0.027 0.026 0
Si -30.192 2.698 -5.069 -0.13 -0.153 -0.051
Si 32.603 -0.127 -1.944 -0.033 -0.016 0.038
Si -29.213 7.481 -2.608 -0.036 0.055 0.195
Si -26.668 -5.204 -2.236 -0.067 0.007 0.169
Si -30.091 0.613 -2.958 -0.063 0.121 0.087
Si -23.826 -4.169 -2.969 -0.013 -0.025 0.111
Si -25.874 4.867 -5.183 0.063 0.01 -0.018
Si -21.416 5.083 -2.186 -0.085 0.008 0.186
Si -20.554 5.954 -6.651 -0.109 0.003 -0.049
Si -27.969 0.576 26.324 -0.025 -0.073 0.019
Si -27.429 7.368 -4.78 -0.039 -0.034 0.028
Si -19.648 6.941 -4.094 0.013 0.006 0.008
Si -15.105 7.627 -6.761 -0.204 0.028 0.053
Si -25.695 2.831 -3.009 0.011 0.024 0.201
Si -19.579 -1.654 -2.932 -0.101 0.062 0.092
Si -24.27 -1.503 -4.54 -0.132 -0.099 0.028
Si -16.039 -2.158 25.619 -0.034 0.111 -0.14
Si -20.137 -1.304 -6.81 -0.037 -0.045 -0.059
Si -11.47 -6.084 -4.656 -0.082 -0.001 0.038
Si -17.142 1.795 -6.293 0.016 -0.1 0.081
Si -15.808 5.728 -1.821 -0.088 -0.071 -0.01
Si -17.944 -4.108 -2.862 -0.037 0.064 0.008
Si -14.407 2.279 -6.817 0.043 -0.064 -0.059
Si -7.786 6.131 -6.279 0.045 0.007 -0.041
Si -10.303 -2.459 -5.607 0.032 -0.135 0.02
Si -14.873 6.794 26.252 -0.045 0.076 0.026
Si -13.34 -2.106 -1.888 -0.023 0.083 0.081
Si -7.057 -5.527 -2.067 -0.083 -0.003 0.126
Si -12.659 7.464 -4.785 -0.105 -0.063 0.136
Si -3.873 -5.855 -5.634 0.056 -0.049 -0.037
Si -9.817 -4.201 25.985 -0.058 -0.008 -0.112
Si -2.564 5.336 -1.645 -0.076 -0.043 0.124
Si -0.102 4.259 -2.441 -0.035 -0.047 0.097
Si -6.189 4.469 -4.264 -0.11 0.04 0.051
Si -2.981 -2.823 -2.109 0.117 0.012 0.136
Si 1.314 -1.411 5.708 0.014 0.009 0.005
Si 4.078 1.34 5.66 0 -0.006 0.012
Si 1.355 4.079 5.741 0.006 -0.005 0.008
Si 4.042 6.816 5.627 -0.001 0.001 0.004
Si 1.327 9.503 5.662 -0.009 -0.014 0.002
Si 4.014 -4.115 5.619 -0.003 -0.001 0.004
Si 6.736 -1.403 5.546 0.003 -0.015 -0.001
Si 9.437 1.344 5.497 -0.004 -0.008 0.008
Si 6.743 4.07 5.551 -0.01 -0.014 0.004
Si 9.445 6.748 5.426 0.001 -0.005 -0.007
Si 6.747 -6.858 5.545 -0.003 -0.012 -0.001
Si 9.46 12.198 5.473 0.006 0.002 0
Si 12.164 -1.398 5.436 0.004 0.002 0.006
Si 14.838 1.356 5.346 -0.017 -0.002 0.008
Si 12.153 4.044 5.375 -0.001 -0.01 0.003
Si 14.904 6.747 5.334 -0.001 -0.003 0
Si 12.178 9.475 5.399 0.019 -0.003 0.003
Si 14.875 12.202 5.371 0.005 0.001 0.001
Si 17.589 -1.351 5.36 0.003 0 0.015
Si 20.328 1.376 5.306 -0.004 0.013 0.019
Si 17.606 4.071 5.299 -0.002 -0.012 0.01
Si 20.341 6.779 5.248 -0.002 -0.008 0.01
Si 17.633 9.458 5.326 0.019 -0.002 0.017
Si 20.317 -4.126 5.374 0.006 0.003 0.019
Si 23.088 -1.357 5.34 0.003 -0.01 0.008
Si 25.787 1.388 5.33 -0.012 0.008 -0.002
Si 23.071 4.105 5.278 -0.014 0.011 0.014
Si 25.818 6.798 5.274 -0.007 -0.016 -0.002
Si 23.054 -6.826 5.288 0.003 -0.013 0.005
Si 25.804 -4.061 5.288 0.013 0.011 -0.006
Si 28.569 -1.394 5.356 0.006 0.015 0.022
Si 31.303 1.387 5.39 -0.011 -0.009 0.02
Si 28.523 4.152 5.347 0.004 0.014 0.015
Si 31.275 6.883 5.281 -0.003 0.007 -0.001
Si 28.579 -6.8 5.268 0.014 -0.003 0.001
Si 31.305 -4.123 5.299 0.023 0.017 0.002
Si 34.057 -1.351 5.38 0.018 -0.014 0.014
Si -28.477 1.386 5.343 -0.008 -0.012 0.001
Si 34.042 4.139 5.302 -0.022 -0.02 0.012
Si -28.484 6.808 5.291 -0.014 -0.015 -0.001
Si 34.057 -6.78 5.312 -0.01 0.001 0.008
Si -28.487 -4.041 5.287 -0.01 -0.008 -0.01
Si -25.753 -1.338 5.273 0.001 -0.003 -0.001
Si -23.106 1.381 5.308 -0.014 0.01 -0.004
Si -25.738 4.082 5.315 0.015 0.003 -0.006
Si -23.031 6.821 5.329 -0.006 0.001 0.017
Si -25.749 -6.792 5.281 -0.005 -0.028 -0.002
Si -23.03 -4.068 5.289 0.013 0.001 -0.002
Si -20.337 -1.381 5.385 0.005 0.002 0.013
Si -17.594 1.351 5.483 0.004 0.004 0.02
Si -20.347 4.096 5.39 0.003 0.014 0.002
Si -17.612 6.831 5.441 -0.012 0.011 0.003
Si -20.312 -6.8 5.336 -0.006 -0.004 0.002
Si -17.601 -4.091 5.408 0.006 0.003 0.002
Si -14.903 -1.363 5.518 -0.001 0.005 0.005
Si -12.164 1.371 5.59 0.008 -0.001 0
Si -14.865 4.103 5.533 -0.005 0.016 0.013
Si -12.214 6.818 5.589 -0.002 0.03 0.009
Si -14.923 -6.766 5.477 -0.005 0.007 0.007
Si -12.225 -4.04 5.587 -0.017 -0.002 0.002
Si -9.516 -1.331 5.588 -0.017 0.017 -0.015
Si -6.792 1.348 5.686 -0.001 0.005 -0.001
Si -9.481 4.051 5.657 0.008 -0.008 0.003
Si -6.809 6.796 5.769 -0.001 -0.006 0.012
Si -9.522 -6.771 5.721 0.017 0.018 0.022
Si -6.772 -4.032 5.7 0.004 -0.001 0.011
Si -4.079 -1.381 5.696 0.014 0.016 -0.002
Si -1.378 1.298 5.751 0.006 -0.002 0.021
Si -4.096 4.04 5.807 0.01 -0.008 0.013
Si -1.374 6.867 5.778 -0.001 -0.001 0.017
Si -4.076 -6.762 5.701 -0.024 -0.009 -0.003
Si -1.386 -4.099 5.696 -0.012 0.008 -0.011
Si 2.711 -0.031 7.007 0 0.005 -0.008
Si 5.445 2.708 6.973 0.005 0.008 0.006
Si 2.74 5.44 7.035 -0.001 -0.006 0
Si 5.423 -8.176 6.972 0.011 0 0.003
Si 2.685 -5.457 7.013 -0.005 0.007 -0.005
Si 5.409 -2.756 6.944 -0.008 0.006 -0.006
Si 8.115 -0.032 6.884 -0.003 0.013 0.002
Si 10.841 2.698 6.816 0.007 -0.004 -0.002
Si 8.134 5.423 6.878 -0.008 -0.004 -0.01
Si 10.832 8.11 6.783 0.003 -0.001 -0.003
Si 8.128 10.84 6.87 -0.016 0.007 -0.002
Si 10.83 -2.758 6.825 -0.006 0.007 0.002
Si 13.539 -0.018 6.768 0.002 -0.003 0.002
Si 16.243 2.713 6.688 0.003 0.009 -0.004
Si 13.54 5.405 6.73 0.005 -0.002 -0.008
Si 16.264 8.115 6.706 -0.001 0.01 -0.003
Si 13.537 10.846 6.764 -0.015 0.007 0.004
Si 16.245 -2.737 6.725 -0.002 0.006 0.002
Si 18.982 0.007 6.696 0.007 -0.007 -0.003
Si 21.698 2.748 6.656 -0.004 0.008 -0.009
Si 18.981 5.436 6.654 -0.006 0.016 0.002
Si 21.691 -8.181 6.651 -0.001 0 -0.003
Si 18.956 -5.481 6.721 -0.003 -0.005 0.003
Si 21.714 -2.737 6.683 0.012 -0.016 0.003
Si 24.428 0.027 6.693 0 0.003 -0.006
Si 27.161 2.755 6.675 0.002 0.008 -0.001
Si 24.45 5.445 6.648 0.004 0.001 -0.004
Si 27.185 -8.147 6.626 0.003 -0.003 -0.004
Si 24.433 -5.444 6.633 -0.003 0.011 -0.001
Si 27.171 -2.731 6.684 -0.001 -0.003 -0.007
Si 29.917 0.004 6.694 0.005 0.006 0.005
Si 32.69 2.769 6.682 -0.003 -0.002 0
Si 29.926 5.506 6.66 -0.009 -0.01 0.001
Si 32.665 -8.124 6.659 0.012 -0.002 -0.001
Si 29.925 -5.45 6.66 -0.003 -0.005 -0.005
Si 32.666 -2.744 6.665 0.002 0.001 0.004
Si -29.852 0.028 6.696 -0.008 0.007 0.007
Si -27.118 2.747 6.689 0.009 -0.001 -0.001
Si -29.863 5.473 6.664 0.01 0.016 -0.008
Si -27.125 -8.143 6.645 0.001 -0.003 0
Si -29.866 -5.398 6.648 -0.019 0.007 0
Si -27.129 -2.685 6.648 -0.006 0.013 -0.003
Si -24.432 0.014 6.685 0.005 -0.006 0
Si -21.734 2.724 6.704 -0.01 -0.004 -0.006
Si -24.406 5.462 6.681 -0.008 0.01 0.008
Si -21.682 -8.148 6.706 0.004 -0.004 0.001
Si -24.405 -5.425 6.653 0.001 0.005 -0.003
Si -21.707 -2.734 6.722 0.009 0.004 0.004
Si -19.002 -0.012 6.779 -0.006 -0.012 -0.005
Si -16.259 2.728 6.846 0.006 -0.007 -0.003
Si -18.993 5.454 6.768 0.003 0.001 0.001
Si -16.295 -8.122 6.833 -0.004 0.001 -0.006
Si -18.979 -5.449 6.749 0.005 -0.01 -0.006
Si -16.295 -2.727 6.828 0 -0.005 -0.002
Si -13.563 0.001 6.897 0.004 -0.002 -0.002
Si -10.846 2.706 6.998 0.005 -0.002 0
Si -13.564 5.457 6.938 0.006 -0.023 -0.008
Si -10.891 -8.165 7.001 0.005 -0.004 0.006
Si -13.595 -5.429 6.894 0.003 -0.003 0
Si -10.866 -2.695 6.95 0.01 -0.012 -0.002
Si -8.174 -0.006 7.005 0.009 -0.001 -0.009
Si -5.471 2.681 7.104 0 0.003 0
Si -8.18 5.419 7.062 -0.01 0.018 0
Si -5.42 -8.148 7.057 0.005 -0.009 0.004
Si -8.145 -5.406 7.032 -0.007 -0.002 -0.002
Si -5.436 -2.703 7.074 -0.009 -0.003 -0.007
Si -2.736 -0.047 7.089 -0.001 -0.001 -0.006
Si -0.015 2.7 7.061 -0.003 0.006 -0.006
Si -2.718 5.443 7.086 0.002 0.005 -0.006
Si 0.011 8.186 7.095 -0.004 -0.006 0.002
Si -2.73 -5.433 7.076 0.012 -0.005 -0.008
Si -0.028 -2.759 7.068 0.002 0.002 0
Si 1.367 1.333 8.378 0.009 0.008 -0.004
Si 4.103 4.06 8.353 0.014 0.01 0.002
Si 1.371 6.785 8.396 -0.005 0 -0.011
Si 4.074 -6.817 8.343 -0.008 -0.003 -0.009
Si 1.35 -4.11 8.402 -0.008 -0.01 -0.001
Si 4.08 -1.398 8.34 -0.008 -0.008 -0.004
Si 6.806 1.326 8.296 -0.001 -0.002 -0.002
Si 9.512 4.057 8.219 0.002 -0.002 -0.006
Si 6.8 6.768 8.287 -0.01 -0.003 0.001
Si 9.51 9.472 8.203 -0.01 -0.008 -0.012
Si 6.795 -4.12 8.27 0.009 0.003 -0.003
Si 9.499 -1.395 8.219 0.002 -0.004 -0.002
Si 12.206 1.333 8.17 -0.005 0 0.004
Si 14.909 4.055 8.101 -0.007 -0.006 0.001
Si 12.212 6.763 8.143 0.006 0 0
Si 14.921 9.484 8.103 0.006 -0.001 -0.003
Si 12.21 -4.116 8.17 0.004 0 -0.005
Si 14.916 -1.375 8.122 0.002 0.001 -0.001
Si 17.62 1.363 8.066 0.005 0.001 -0.002
Si 20.344 4.093 8.038 0.015 0.002 -0.003
Si 17.636 6.774 8.069 0.001 -0.005 -0.001
Si 20.35 -6.825 8.053 -0.001 -0.002 0.001
Si 17.613 -4.099 8.087 0 -0.018 0.005
Si 20.347 -1.368 8.046 -0.007 -0.006 -0.003
Si 23.052 1.383 8.034 -0.004 -0.003 -0.006
Si 25.794 4.097 8.034 -0.019 -0.015 -0.002
Si 23.077 6.802 8.014 0.009 0.009 -0.003
Si 25.814 -6.791 7.992 0.018 0.004 -0.002
Si 23.086 -4.09 8.028 0.006 0.012 0.005
Si 25.812 -1.342 8.023 0.01 0.007 -0.005
Si 28.542 1.385 8.015 -0.01 -0.006 0.002
Si 31.292 4.124 8.006 0.004 0.002 0.004
Si 28.543 6.835 8.018 0.004 -0.006 -0.003
Si 31.3 -6.779 8.025 0.008 0.008 0.006
Si 28.551 -4.09 8.017 -0.005 -0.005 0.002
Si 31.299 -1.364 8.014 -0.005 0.003 -0.005
Si -31.232 1.394 8.029 0.02 0.021 0.007
Si -28.501 4.111 8.025 0.003 -0.001 0.006
Si -31.247 6.827 8.007 -0.023 -0.02 0.001
Si -28.504 -6.776 7.993 -0.001 -0.011 -0.013
Si -31.24 -4.072 8.026 -0.001 0.001 0.01
Si -28.498 -1.346 8.032 -0.014 0.004 0.004
Si -25.788 1.371 8.056 -0.014 -0.007 -0.001
Si -23.074 4.098 8.068 0.003 0.013 -0.007
Si -25.783 6.82 8.027 -0.005 -0.011 -0.001
Si -23.066 -6.783 8.045 0.006 0.001 -0.005
Si -25.778 -4.06 8.01 0.003 -0.002 -0.007
Si -23.073 -1.348 8.057 0.004 0.001 -0.008
Si -20.384 1.367 8.094 0.001 -0.011 -0.004
Si -17.656 4.091 8.158 -0.004 -0.006 -0.009
Si -20.357 6.819 8.112 0.012 0.016 0.004
Si -17.662 -6.779 8.18 -0.005 -0.005 0.008
Si -20.352 -4.082 8.1 -0.007 0.004 -0.009
Si -17.661 -1.359 8.169 0.002 0.004 -0.002
Si -14.933 1.367 8.235 0.007 0.018 -0.003
Si -12.226 4.09 8.308 0.001 0.022 0.003
Si -14.959 6.832 8.231 0.006 0.005 -0.009
Si -12.262 -6.781 8.296 0.006 0.002 -0.003
Si -14.966 -4.074 8.23 -0.011 -0.015 0
Si -12.237 -1.348 8.295 -0.003 0.008 -0.004
Si -9.515 1.352 8.369 -0.006 0.009 0
Si -6.822 4.066 8.422 0.005 -0.012 -0.009
Si -9.549 6.794 8.373 -0.005 -0.021 0.004
Si -6.805 -6.792 8.383 -0.006 0.008 -0.012
Si -9.53 -4.049 8.343 0.022 0.015 -0.001
Si -6.822 -1.35 8.389 -0.004 -0.002 0.001
Si -4.096 1.323 8.431 -0.011 -0.006 -0.003
Si -1.361 4.065 8.415 -0.01 -0.01 0
Si -4.08 6.806 8.419 0.012 0.007 -0.001
Si -1.362 -6.785 8.426 0.016 0.003 0
Si -4.092 -4.078 8.419 0.006 0.012 -0.004
Si -1.369 -1.397 8.43 -0.015 -0.005 0
Si 0.01 -0.021 9.744 0 0.002 -0.006
Si 2.741 2.697 9.708 -0.002 0.011 -0.001
Si 0.013 5.424 9.746 0.013 -0.004 0.003
Si 2.735 -8.175 9.728 -0.001 -0.014 -0.003
Si 0 -5.451 9.777 -0.015 0.003 0.005
Si 2.733 -2.744 9.722 -0.003 0.006 -0.001
Si 5.456 -0.03 9.671 0.002 0.013 -0.004
Si 8.183 2.695 9.624 0.007 -0.005 0.003
Si 5.468 5.418 9.685 0.003 -0.016 0.007
Si 8.175 8.133 9.619 -0.003 -0.002 -0.003
Si 5.454 -5.458 9.674 -0.007 0.009 -0.002
Si 8.166 -2.755 9.614 -0.007 0.007 -0.003
Si 10.873 -0.03 9.564 -0.002 0.002 0
Si 13.583 2.698 9.515 0.003 -0.008 -0.003
Si 10.885 5.416 9.567 0 -0.001 -0.004
Si 13.577 8.131 9.502 -0.003 0.002 -0.004
Si 10.875 -5.477 9.559 0.001 0.009 -0.003
Si 13.58 -2.741 9.515 -0.007 0.007 0.001
Si 16.29 -0.005 9.47 0.005 -0.006 -0.005
Si 18.992 2.727 9.42 -0.003 0.012 -0.003
Si 16.281 5.42 9.455 -0.001 -0.003 -0.002
Si 18.994 -8.174 9.432 0.002 0.006 -0.004
Si 16.273 -5.46 9.472 -0.007 0.009 0
Si 18.993 -2.725 9.43 0.005 0.002 -0.002
Si 21.706 0.009 9.401 0.005 0.009 -0.003
Si 24.431 2.735 9.389 0.008 0.015 0.002
Si 21.718 5.449 9.397 -0.011 -0.006 0.001
Si 24.445 -8.144 9.366 -0.008 -0.005 -0.003
Si 21.714 -5.441 9.397 0.01 -0.013 0
Si 24.447 -2.709 9.375 0.005 -0.003 -0.001
Si 27.18 0.02 9.37 -0.01 0.007 0.006
Si 29.923 2.748 9.351 -0.005 0.003 0.001
Si 27.176 5.464 9.37 0.004 -0.006 0
Si 29.921 -8.134 9.371 0.001 0.007 0.001
Si 27.177 -5.438 9.366 0.002 -0.001 0.002
Si 29.921 -2.715 9.363 -0.001 0.003 -0.002
Si -32.617 0.015 9.355 0.001 -0.011 -0.001
Si -29.872 2.752 9.38 -0.001 -0.01 0.007
Si -32.615 5.471 9.364 0.007 -0.004 0.004
Si -29.878 -8.128 9.355 -0.004 0.013 -0.007
Si -32.614 -5.42 9.378 -0.001 -0.001 0.006
Si -29.882 -2.701 9.374 -0.005 -0.002 0.002
Si -27.161 0.019 9.404 0 -0.004 0.006
Si -24.439 2.737 9.423 0.005 -0.002 0.001
Si -27.149 5.47 9.39 -0.003 0.013 0
Si -24.437 -8.141 9.401 -0.012 -0.007 -0.002
Si -27.153 -5.419 9.366 -0.011 0.002 -0.002
Si -24.445 -2.706 9.403 0.006 0.008 0.002
Si -21.734 0.004 9.453 -0.001 -0.001 0.001
Si -19.035 2.721 9.484 -0.004 0.004 -0.005
Si -21.731 5.453 9.45 0.002 -0.013 -0.001
Si -19.025 -8.152 9.51 0.001 -0.001 0.007
Si -21.73 -5.434 9.442 0.012 -0.009 -0.001
Si -19.026 -2.723 9.508 0.006 0 -0.001
Si -16.321 0.001 9.554 0.001 -0.012 -0.005
Si -13.601 2.72 9.627 0.003 -0.01 -0.003
Si -16.321 5.446 9.553 -0.014 0.002 -0.002
Si -13.622 -8.147 9.635 0 0.009 0.001
Si -16.325 -5.431 9.577 -0.001 0.009 0.002
Si -13.618 -2.721 9.61 0 -0.011 -0.006
Si -10.895 -0.008 9.687 0.012 0.001 0.002
Si -8.183 2.704 9.756 -0.002 0 0.004
Si -10.905 5.436 9.711 0.008 0.001 0.007
Si -8.177 -8.162 9.71 0.002 -0.009 0.006
Si -10.902 -5.432 9.66 -0.001 -0.01 -0.003
Si -8.184 -2.714 9.725 0.005 0.001 0.001
Si -5.469 -0.019 9.773 -0.002 0.008 -0.004
Si -2.725 2.701 9.756 -0.003 0.015 0.001
Si -5.448 5.433 9.747 -0.008 0.005 -0.002
Si -2.717 -8.162 9.762 0.011 -0.013 0.001
Si -5.458 -5.443 9.75 0.007 -0.006 -0.005
Si -2.734 -2.74 9.782 0.007 -0.004 0.006
Si 1.378 -1.384 11.084 0.001 -0.003 0.002
Si 4.107 1.328 11.044 0 -0.008 -0.002
Si 1.384 4.054 11.071 -0.004 -0.008 -0.001
Si 4.102 -9.553 11.052 0.004 0.008 -0.006
Si 1.369 -6.83 11.097 -0.007 0.007 -0.002
Si 4.106 -4.108 11.06 -0.005 -0.005 0.003
Si 6.827 -1.4 11.007 0.006 -0.006 -0.005
Si 9.546 1.323 10.968 0.007 -0.008 0.002
Si 6.836 4.046 11.013 -0.01 0.009 -0.002
Si 9.542 6.768 10.966 -0.003 0.004 0.001
Si 6.826 9.488 11.005 -0.001 -0.006 -0.005
Si 9.54 -4.118 10.959 -0.006 -0.008 -0.001
Si 12.246 -1.387 10.915 0 -0.001 -0.003
Si 14.951 1.341 10.878 -0.008 0.006 0.002
Si 12.251 4.048 10.922 0.004 -0.003 0.005
Si 14.948 6.775 10.859 0.002 -0.001 -0.001
Si 12.247 9.489 10.913 -0.002 -0.001 -0.001
Si 14.945 -4.099 10.876 0 -0.006 0.003
Si 17.657 -1.366 10.83 0 0 0.003
Si 20.355 1.365 10.782 -0.006 -0.008 0.005
Si 17.645 4.069 10.82 -0.001 0.008 0.002
Si 20.363 -9.523 10.787 0.006 0.002 0.005
Si 17.653 -6.811 10.822 0.007 -0.009 0.002
Si 20.368 -4.079 10.785 0.002 -0.005 0.007
Si 23.088 -1.349 10.745 0.008 -0.006 0.003
Si 25.812 1.374 10.727 -0.009 -0.006 0.002
Si 23.08 4.092 10.761 0.004 -0.014 0.004
Si 25.812 -9.497 10.731 0.004 0.004 -0.001
Si 23.087 -6.788 10.749 0.007 0.015 0.005
Si 25.822 -4.063 10.721 0.008 0.006 -0.001
Si 28.556 -1.344 10.709 0.001 0.005 -0.003
Si 31.288 1.378 10.7 -0.008 0.011 0.004
Si 28.552 4.097 10.712 -0.003 -0.005 0.004
Si 31.295 -9.495 10.716 0.003 -0.01 0.003
Si 28.557 -6.776 10.725 -0.001 -0.005 0.003
Si 31.295 -4.057 10.725 0.008 -0.003 0.002
Si -31.261 -1.343 10.72 0.015 0.013 0.001
Si -28.53 1.386 10.748 -0.006 0.004 0.003
Si -31.252 4.108 10.719 0.004 0.001 0.001
Si -28.523 -9.484 10.727 0.001 -0.018 -0.005
Si -31.243 -6.779 10.721 -0.005 -0.01 0.002
Si -28.524 -4.066 10.727 -0.01 0.009 -0.001
Si -25.811 -1.347 10.76 -0.009 0.004 -0.002
Si -23.096 1.373 10.8 0.01 -0.004 0.003
Si -25.807 4.107 10.767 -0.012 -0.005 0.005
Si -23.102 -9.501 10.791 0.005 0.012 -0.001
Si -25.809 -6.778 10.748 0.007 0.002 -0.002
Si -23.098 -4.063 10.783 0.001 0.003 -0.005
Si -20.39 -1.348 10.846 0.003 -0.005 0
Si -17.697 1.369 10.884 -0.007 0.009 -0.003
Si -20.391 4.091 10.832 0.006 0.003 -0.002
Si -17.682 -9.509 10.892 -0.004 0 0.001
Si -20.399 -6.785 10.84 -0.005 -0.002 0
Si -17.689 -4.065 10.913 0.005 -0.007 0.005
Si -14.988 -1.357 10.945 -0.001 0.012 -0.002
Si -12.263 1.364 11.01 0.003 0.008 -0.004
Si -14.979 4.092 10.946 0.01 0.002 -0.006
Si -12.275 -9.501 11.022 -0.003 -0.013 -0.001
Si -14.983 -6.779 10.971 -0.011 -0.005 0.004
Si -12.276 -4.076 10.992 0.004 0.009 -0.007
Si -9.551 -1.36 11.066 0.001 0.007 0
Si -6.827 1.345 11.115 0.008 0.007 0.005
Si -9.555 4.076 11.077 -0.001 0.007 0.007
Si -6.822 -9.525 11.071 0.013 -0.014 -0.003
Si -9.556 -6.795 11.032 0.003 0.007 -0.003
Si -6.834 -4.084 11.08 -0.01 0.009 -0.006
Si -4.107 -1.383 11.12 -0.012 -0.005 -0.001
Si -1.354 1.339 11.096 0.002 0.001 -0.001
Si -4.085 4.07 11.096 0.003 -0.014 -0.002
Si -1.35 6.788 11.094 -0.008 0.004 -0.003
Si -4.096 -6.806 11.096 0.003 0.003 -0.005
Si -1.372 -4.103 11.122 0.001 0.009 0.003
Si 2.755 -0.023 12.42 0.002 0.013 0.002
Si 5.472 2.697 12.382 0.015 0 -0.002
Si 2.74 5.413 12.423 -0.004 -0.013 0.002
Si 5.474 -8.193 12.379 -0.009 -0.005 -0.002
Si 2.746 -5.471 12.423 -0.004 0.001 0.006
Si 5.477 -2.742 12.4 0.007 0.018 0.001
Si 8.197 -0.037 12.351 -0.009 0.002 -0.002
Si 10.92 2.678 12.32 -0.004 0.002 0.009
Si 8.202 5.405 12.359 -0.002 -0.004 0.003
Si 10.904 8.14 12.314 0.007 -0.003 -0.003
Si 8.193 10.852 12.353 -0.003 0.009 -0.001
Si 10.912 -2.749 12.306 0.003 0.011 -0.002
Si 13.612 -0.023 12.273 -0.001 -0.008 -0.002
Si 16.32 2.71 12.231 0.004 0 -0.002
Si 13.625 5.414 12.271 0.001 0.011 -0.003
Si 16.312 8.148 12.212 -0.007 0.004 -0.007
Si 13.609 10.859 12.273 -0.009 0.006 0
Si 16.315 -2.726 12.226 -0.003 0.001 -0.004
Si 19.02 0.009 12.185 0.004 0.004 0.002
Si 21.729 2.726 12.132 -0.003 0.012 0.004
Si 19.006 5.442 12.169 -0.004 -0.014 -0.005
Si 21.729 -8.144 12.127 -0.005 -0.006 0.001
Si 19.012 -5.431 12.173 -0.006 -0.004 0.002
Si 21.735 -2.695 12.13 0.015 0.011 0.001
Si 24.461 0.013 12.095 0.009 0.018 0.001
Si 27.194 2.726 12.071 -0.009 0.001 -0.004
Si 24.456 5.46 12.102 -0.005 0.004 -0.001
Si 27.187 -8.13 12.075 0.006 0 -0.001
Si 24.45 -5.401 12.088 0.007 -0.005 -0.003
Si 27.195 -2.701 12.068 -0.006 -0.008 0.001
Si 29.926 0.014 12.06 -0.007 -0.01 0.004
Si 32.655 2.738 12.054 0.016 -0.001 0.004
Si 29.925 5.458 12.055 0 0.001 -0.001
Si 32.669 -8.136 12.067 0.006 0.009 0.005
Si 29.928 -5.413 12.076 -0.006 0.004 0.005
Si 32.657 -2.698 12.087 -0.009 0.004 0
Si -29.91 0.018 12.079 -0.009 -0.005 0.001
Si -27.181 2.751 12.113 -0.001 -0.006 0.005
Si -29.89 5.473 12.071 -0.002 0.012 -0.002
Si -27.178 -8.129 12.109 -0.011 -0.001 0.003
Si -29.894 -5.412 12.086 0.006 -0.001 -0.005
Si -27.18 -2.709 12.103 0 -0.003 0.004
Si -24.473 0.014 12.138 -0.005 -0.005 0.004
Si -21.747 2.725 12.184 -0.002 0.005 -0.002
Si -24.463 5.464 12.152 0.004 -0.003 0.004
Si -21.768 -8.144 12.179 0.007 -0.006 0
Si -24.466 -5.423 12.129 -0.001 0.002 0.004
Si -21.763 -2.713 12.18 0.005 0.003 0.003
Si -19.049 0.005 12.244 0.007 -0.002 -0.002
Si -16.356 2.723 12.272 -0.003 -0.011 -0.004
Si -19.055 5.448 12.219 0.001 -0.01 0.001
Si -16.344 -8.164 12.289 -0.007 -0.003 0.004
Si -19.059 -5.441 12.235 -0.005 -0.006 0.004
Si -16.346 -2.712 12.305 0.001 0 0
Si -13.642 -0.007 12.323 0.001 -0.003 -0.013
Si -10.92 2.702 12.404 -0.01 -0.01 0.003
Si -13.636 5.437 12.342 -0.008 0.009 0.003
Si -10.924 -8.138 12.393 0.012 -0.002 0.005
Si -13.634 -5.424 12.353 0.017 0.005 0.003
Si -10.932 -2.735 12.374 0 -0.013 -0.007
Si -8.198 -0.024 12.451 -0.007 -0.005 0.006
Si -5.455 2.717 12.441 0.006 0.011 -0.001
Si -8.195 5.449 12.417 0.01 -0.006 0.001
Si -5.457 -8.178 12.427 -0.007 0.002 0.003
Si -8.205 -5.452 12.405 0.007 -0.004 -0.001
Si -5.48 -2.747 12.456 0.007 -0.003 -0.003
Si -2.727 -0.016 12.444 0.001 0.005 -0.002
Si 0.026 2.7 12.429 0.007 0.016 -0.003
Si -2.711 5.427 12.439 0.008 0.006 -0.004
Si 0.001 8.138 12.458 -0.003 -0.022 0.007
Si -2.743 -5.463 12.465 0 -0.004 0.002
Si 0.01 -2.742 12.435 -0.013 -0.001 -0.001
Si 1.398 1.345 13.773 -0.004 -0.013 -0.004
Si 4.111 4.047 13.76 0 -0.005 0.001
Si 1.366 6.759 13.788 -0.002 0.015 0.005
Si 4.109 -6.854 13.752 0.012 -0.008 -0.002
Si 1.368 -4.117 13.771 0.002 0.008 0
Si 4.115 -1.389 13.772 -0.006 0.004 0.012
Si 6.832 1.319 13.714 -0.006 0.001 -0.001
Si 9.561 4.021 13.701 0.004 0.009 0.008
Si 6.832 -9.561 13.725 -0.004 0.007 -0.006
Si 9.553 9.489 13.711 -0.009 0.003 0.001
Si 6.848 -4.11 13.738 0.001 -0.016 0.001
Si 9.575 -1.396 13.7 -0.003 -0.009 0.005
Si 12.287 1.321 13.69 0.011 -0.01 0.005
Si 14.993 4.061 13.644 -0.006 -0.001 0.007
Si 12.279 6.775 13.652 -0.01 -0.001 0.002
Si 14.994 9.507 13.62 0.01 -0.019 0.001
Si 12.273 -4.104 13.673 0.003 -0.006 0.009
Si 14.976 -1.381 13.635 -0.004 0.003 0.001
Si 17.682 1.353 13.595 -0.004 0.003 0.01
Si 20.374 4.081 13.51 -0.009 0.005 0.001
Si 17.666 6.79 13.578 0.001 0.005 0
Si 20.38 -6.79 13.518 0.005 0.009 -0.001
Si 17.684 -4.076 13.588 0.002 0.006 0.008
Si 20.398 -1.345 13.534 0.002 -0.003 0.006
Si 23.103 1.359 13.475 0.009 -0.013 0.01
Si 25.838 4.086 13.43 0.015 -0.005 -0.005
Si 23.1 -9.498 13.474 0.006 -0.009 0.006
Si 25.831 -6.748 13.422 -0.006 0.012 -0.008
Si 23.118 -4.033 13.482 -0.005 -0.009 0.007
Si 25.844 -1.341 13.435 -0.005 -0.006 0.001
Si 28.559 1.357 13.425 0 0.013 0
Si 31.289 4.094 13.404 -0.013 0.001 0.001
Si 28.571 -9.491 13.405 -0.013 -0.002 0
Si 31.314 -6.766 13.415 0.01 -0.017 0.006
Si 28.572 -4.04 13.427 0.002 0.003 0.01
Si 31.285 -1.334 13.433 -0.001 0.014 0.008
Si 34.002 1.377 13.424 0.005 -0.002 0.008
Si -28.549 4.123 13.454 -0.007 -0.003 0.001
Si 34.032 -9.494 13.424 0.012 -0.021 0.001
Si -28.544 -6.761 13.459 -0.013 0.01 0.003
Si 34.021 -4.058 13.447 0.006 -0.002 0.007
Si -28.559 -1.347 13.436 -0.004 0.011 -0.003
Si -25.837 1.386 13.479 -0.002 0.001 0.004
Si -23.109 4.096 13.521 0.021 -0.019 0.006
Si -25.834 -9.484 13.493 -0.004 0.006 0.011
Si -23.132 -6.775 13.522 -0.008 0.005 -0.007
Si -25.831 -4.064 13.479 0.003 -0.001 -0.005
Si -23.138 -1.35 13.516 0.004 -0.002 -0.004
Si -20.413 1.373 13.587 0.005 0.005 0.005
Si -17.713 4.101 13.608 -0.014 0.018 0.004
Si -20.42 -9.5 13.551 -0.007 0.012 -0.006
Si -17.723 -6.807 13.617 0.017 -0.01 0.002
Si -20.424 -4.071 13.568 0.004 -0.004 0.004
Si -17.709 -1.343 13.649 0.004 0.005 0.001
Si -15.013 1.357 13.649 0.007 0.001 0.001
Si -12.291 4.078 13.723 0.007 -0.005 0.003
Si -14.99 -9.508 13.677 0.003 -0.017 -0.001
Si -12.283 -6.765 13.744 -0.009 0.004 0.003
Si -14.996 -4.057 13.698 -0.005 0.01 0.005
Si -12.308 -1.373 13.698 -0.002 0.013 -0.002
Si -9.575 1.339 13.779 0.005 0.011 0.006
Si -6.829 4.09 13.764 -0.004 0.005 -0.005
Si -9.559 -9.495 13.752 0.002 -0.009 -0.005
Si -6.845 -6.824 13.748 0.013 -0.001 -0.003
Si -9.586 -4.097 13.738 -0.01 0.012 0.004
Si -6.849 -1.402 13.811 0.01 -0.009 0.003
Si -4.092 1.353 13.785 -0.002 0.006 0.004
Si -1.332 4.068 13.776 -0.003 -0.011 -0.006
Si -4.074 6.796 13.778 0.007 -0.022 0.002
Si -1.38 9.493 13.809 -0.021 0.016 0.001
Si -4.127 -4.115 13.807 -0.015 0.008 0
Si -1.361 -1.389 13.777 0.007 -0.004 0.003
Si 0.027 -0.027 15.095 -0.004 0.009 -0.003
Si 2.754 2.705 15.143 -0.008 0.007 0.01
Si 0.01 5.41 15.169 -0.003 -0.021 0.01
Si 2.74 8.111 15.121 0.002 0.002 0.003
Si -0.002 -5.467 15.134 0 0.007 -0.004
Si 2.735 -2.761 15.109 -0.007 -0.005 0
Si 5.473 -0.001 15.114 0.015 0.007 0
Si 8.196 2.654 15.076 -0.003 0 -0.003
Si 5.475 5.407 15.105 0.009 0.004 0.001
Si 8.185 -8.198 15.075 -0.006 -0.004 0
Si 5.477 -5.486 15.079 -0.01 0.009 0.004
Si 8.227 -2.748 15.085 -0.013 0.005 0.002
Si 10.938 -0.046 15.077 0.007 0.004 0
Si 13.673 2.682 15.042 0.009 0.016 0.004
Si 10.942 5.392 15.022 0.002 -0.004 -0.003
Si 13.654 8.14 15 -0.005 0.01 -0.006
Si 10.915 10.868 15.061 -0.001 -0.013 0.001
Si 13.645 -2.747 15.038 0 0.002 -0.005
Si 16.34 -0.011 14.991 -0.003 -0.002 0.006
Si 19.061 2.729 14.933 0.003 -0.005 0.001
Si 16.355 5.431 15.01 0.001 0.003 0.004
Si 19.023 8.178 14.911 0.013 0.004 -0.001
Si 16.345 10.883 14.99 -0.004 -0.005 -0.004
Si 19.054 -2.692 14.932 -0.012 0.001 -0.002
Si 21.769 0.015 14.894 -0.013 -0.002 0.001
Si 24.488 2.72 14.797 0.003 0 0.003
Si 21.728 5.466 14.84 0.003 0.005 -0.002
Si 24.479 -8.101 14.78 -0.002 0.005 0.001
Si 21.746 -5.389 14.833 -0.002 -0.003 -0.003
Si 24.489 -2.651 14.836 0.013 0.007 0.012
Si 27.225 -0.02 14.804 0.002 -0.005 0.013
Si 29.94 2.717 14.755 0.004 -0.004 0.009
Si 27.225 5.453 14.751 0.003 0.003 0
Si 29.948 -8.129 14.745 -0.009 -0.001 0.001
Si 27.189 -5.375 14.773 -0.015 -0.015 0.005
Si 29.936 -2.695 14.804 0.001 0.007 0.01
Si 32.642 0.026 14.793 -0.003 0.004 0.006
Si 35.355 2.746 14.775 -0.005 0.002 -0.001
Si 32.659 5.457 14.747 0.009 0.004 0.002
Si 35.364 -8.117 14.799 -0.002 -0.005 0.008
Si 32.657 -5.415 14.807 -0.009 -0.004 0.001
Si 35.376 -2.699 14.812 0.006 0.003 0.005
Si -27.221 0.016 14.796 -0.004 -0.01 -0.007
Si -24.486 2.74 14.857 -0.007 0.002 -0.001
Si -27.207 5.482 14.84 -0.003 -0.007 0.006
Si -24.498 -8.119 14.881 0.011 -0.002 0.008
Si -27.192 -5.412 14.841 -0.005 0.009 0.005
Si -24.491 -2.72 14.867 -0.007 0.007 0.006
Si -21.814 0.009 14.903 -0.002 -0.014 0.006
Si -19.055 2.734 14.965 0.014 0.006 0.009
Si -21.763 5.456 14.899 -0.005 -0.001 0
Si -19.089 -8.17 14.963 -0.008 -0.006 0.002
Si -21.787 -5.434 14.913 0.008 -0.002 0.006
Si -19.095 -2.719 14.963 0.004 0.001 0.001
Si -16.338 -0.001 15.035 -0.003 -0.002 -0.004
Si -13.677 2.7 15.034 -0.004 0.006 0.003
Si -16.372 5.452 14.998 0.014 0.003 0.006
Si -13.646 -8.149 15.062 0.006 -0.001 0.007
Si -16.376 -5.453 14.987 -0.016 -0.02 -0.009
Si -13.651 -2.696 15.096 -0.002 -0.014 0.013
Si -10.962 -0.056 15.085 -0.002 -0.014 0.004
Si -8.193 2.72 15.097 0.003 -0.013 -0.002
Si -10.921 5.446 15.07 -0.002 0.004 0.009
Si -8.216 -8.129 15.131 0.004 0.001 0.008
Si -10.94 -5.407 15.14 0.01 0.001 0.004
Si -8.239 -2.789 15.133 0.006 -0.014 0.003
Si -5.461 -0.023 15.119 -0.008 0 -0.007
Si -2.706 2.721 15.109 0.003 0.002 0
Si -5.468 5.463 15.104 -0.003 -0.01 0.003
Si -2.732 8.132 15.18 0 0.013 0.017
Si -5.497 -5.508 15.132 -0.012 -0.002 0.004
Si -2.739 -2.75 15.118 0.004 -0.001 0.002
O 1.152 -2.209 23.201 0.068 0.031 0.314
O -0.25 -5.202 -6.357 -0.281 0.583 0.498
O 2.748 -0.203 22.377 -0.135 -0.045 0.29
O 4.749 1.37 23.12 0.076 -0.552 0.153
O -0.136 2.778 22.218 -0.014 0.059 0.314
O 5.897 -7.811 22.285 -0.077 0.226 0.207
O 4.251 -5.181 25.332 0.401 -0.211 -0.094
O -2.677 5.406 22.258 -0.03 -0.067 0.411
O -1.942 -7.431 24.317 0.029 0.28 0.106
O 2.563 -5.471 22.386 -0.188 -0.122 0.177
O 4.151 -3.606 23.217 0.278 0.238 0.026
O 6.362 -1.642 23.212 -0.231 -0.142 -0.122
O 7.082 -5.816 -5.791 -0.112 0.186 -0.209
O 11.742 -1.68 23.098 -0.415 -0.082 0.045
O 8.177 -0.073 22.244 -0.188 0.018 0.595
O 6.363 3.514 23.111 0.275 0.045 0.219
O 9.181 -4.206 -5.672 0.13 -0.593 -0.649
O 8.157 5.333 22.297 0.021 -0.031 0.152
O 9.702 -4.062 23.091 0.629 -0.023 0.126
O 13.413 -5.879 22.459 0.342 0.712 -0.318
O 12.096 -5.627 -6.565 -0.158 0.084 0.368
O 14.125 3.052 24.732 0.137 0.531 -0.059
O 13.675 -0.066 22.227 0.138 -0.018 0.487
O 15.494 1.515 23.143 0.647 0.104 -0.135
O 10.328 -0.335 24.934 -0.46 -0.258 0.384
O 9.593 1.715 23.519 -0.268 0.484 0.153
O 9.562 5.219 25.739 -0.18 -0.285 -0.485
O 13.669 5.308 22.022 0.103 -0.099 0.094
O 9.544 7.272 23.252 -0.308 -0.074 0.447
O 11.638 -7.558 23.222 -0.104 0.273 -0.035
O 15.016 -4.206 23.43 0.006 0.366 0.476
O 18.457 -1.11 23.333 0.086 0.247 -0.118
O 20.289 1.4 23.329 -0.338 -0.143 -0.004
O 17.537 3.93 23.183 -0.477 -0.079 0.027
O 19.285 5.518 21.961 0.165 0.083 0.459
O 20.833 7.292 23.007 0.476 0.654 0.1
O 25.802 6.938 -6.418 0.153 0.405 0.305
O 14.882 7.136 23.184 -0.139 0.022 0.67
O 17.069 -7.99 22.633 -0.029 -0.66 -0.013
O 20.484 -4.307 23.297 0.383 0.308 0.39
O 22.018 -2.62 22.213 0.084 0.043 0.13
O 25.254 1.334 22.832 0.035 -0.203 0.338
O 27.245 2.856 21.998 0.177 -0.104 0.457
O 27.16 -5.496 24.584 -0.181 -0.151 0.403
O 23.256 4.387 23.049 -0.2 -0.34 0.068
O 24.981 5.87 21.914 0.194 0.177 0.272
O 27.022 7.908 21.916 -0.214 -0.256 0.188
O 18.685 -4.626 25.22 -0.667 -0.008 0.234
O 24.635 -5.503 22.028 0.148 -0.027 0.226
O 26.356 -3.726 22.801 0.328 0.31 0.073
O 28.158 -1.537 22.912 -0.675 -0.251 0.052
O 29.989 0.027 21.961 0.143 -0.203 0.608
O 31.75 1.597 22.988 0.572 0.075 0.474
O -28.977 -0.019 25.206 0.063 0.283 -0.222
O -30.98 -6.195 22.551 -0.42 -0.061 0.209
O 30.721 6.779 26.303 0.298 0.306 -0.703
O 22.909 -1.047 -3.952 0.184 -0.212 -0.285
O 28.058 4.107 -1.28 0.195 0.364 -0.468
O 28.791 -6.614 22.832 0.214 0.022 0.024
O 29.757 -5.354 24.947 -0.046 -0.094 0.717
O 31.364 -4.491 23.105 0.332 -0.25 0.084
O -32.382 -2.676 22.121 0.035 -0.133 0.111
O -30.23 -1.232 23.01 0.111 0.318 0.055
O 27.323 5.991 -3.837 -0.02 -0.089 -0.073
O -29.452 1.601 22.888 -0.108 -0.435 0.552
O -24.995 6.892 24.444 -0.129 0.068 -0.551
O -31.284 3.529 22.916 -0.162 -0.344 0.341
O -29.957 5.52 21.963 0.191 0.155 0.609
O -28.194 7.274 22.788 0.189 -0.054 0.368
O -29.047 -4.363 22.864 -0.12 0.119 0.283
O -23.052 -0.664 -5.146 -0.274 0.15 -0.312
O -27.248 -2.555 22.172 0.062 0.105 0.385
O -25.835 -0.358 23.058 -0.103 -0.131 0.232
O -23.577 0.912 22.801 0.334 -0.419 0.357
O -21.84 8.138 22.191 -0.188 0.078 0.216
O -21.438 -5.642 25.524 -0.285 0.275 -0.183
O -26.691 4.258 25.335 0.249 0.652 0.403
O -24.527 -5.47 22.183 -0.007 -0.016 0.391
O -21.894 2.757 22.098 0.079 -0.127 0.318
O -20.255 -0.517 26.366 -0.555 0.043 -0.002
O -15.977 1.706 24.579 0.403 -0.238 0.529
O -20.389 7.094 -5.524 -0.037 0.723 0.032
O -17.516 3.675 23.435 -0.086 -0.29 -0.352
O -18.226 6.221 22.924 0.199 0.273 0.222
O -20.238 -6.392 23.219 0.223 0.443 0.076
O -16.441 -2.559 22.218 0.063 0.024 0.272
O -22.655 6.54 25.57 0.223 0.167 -0.207
O -8.264 -0.093 -6.801 -0.268 -0.416 0.15
O -10.555 3.085 22.324 0.13 0.053 0.487
O -10.919 1.494 -7.012 0.602 0.23 -0.11
O -14.944 3.811 23.248 0.291 -0.237 0.335
O -13.372 5.687 22.298 0.054 0.032 0.369
O -10.673 -5.545 25.774 -0.335 -0.092 0.497
O -16.247 7.533 -5.594 -0.196 0.571 0.157
O -9.632 -1.307 23.382 0.139 0.343 0.494
O -14.698 6.728 -1.219 -0.302 0.036 0.675
O -13.484 -3.186 -3.064 -0.535 -0.048 -0.032
O -6.116 -5.404 -3.363 0.165 -0.434 -0.352
O -10.727 -5.671 -6.022 0.459 0.242 0.053
O -7.179 -2.843 -6.275 0.618 0.024 -0.01
O -8.414 5.029 22.403 -0.176 -0.097 0.251
O -6.334 6.194 23.625 0.284 -0.093 0.263
O -5.125 -6.821 -5.989 -0.313 0.077 0.444
O -12.231 -1.386 23.987 0.086 0.167 -0.096
O -13.062 2.481 -5.963 0.076 -0.272 0.442
O -5.414 -2.63 22.245 -0.182 0.126 0.62
O -1.951 1.117 23.136 0.021 0.06 0.203
O -6.781 -2.504 25.23 0.086 0.107 0.069
O -6.307 7.29 25.956 -0.391 0.166 -0.088
O -0.717 6.93 23.204 0.519 -0.181 0.233
O -4.476 3.848 23.218 -0.225 0.269 0.474
O -2.713 -5.318 22.202 -0.12 -0.158 0.069
O -1.17 -3.285 22.843 -0.062 0.046 -0.135
O 2.15 -6.601 25.9 -0.073 0.33 -0.454
O -4.443 -4.446 -5.085 0.296 0.357 -0.42
O 2.413 3.245 -5.517 -0.575 -0.153 0.443
O 6.885 -0.711 25.657 0.248 0.604 -0.384
O 9.915 1.99 26.28 -0.685 0.056 0.011
O -0.366 -1.388 -4.795 0.238 -0.236 0.365
O 8.862 0.611 -4.546 -0.173 0.449 -0.211
O 5.382 6.142 -5.226 -0.055 0.046 0.553
O 1.713 7.739 -3.389 0.159 0.127 -0.197
O 5.655 2.338 25.354 -0.227 -0.267 0.056
O -0.717 -1.868 25.011 -0.196 -0.099 0.141
O 8.897 3.974 -1.891 0.194 -0.335 0.593
O 7.004 4.247 -6.038 0.263 0.451 -0.072
O 6.768 -3.182 -5.449 0.01 0.191 0.268
O 30.984 -6.112 -5.15 -0.793 0.178 0.178
O -20.346 4.354 -1.225 0.168 0.376 0.025
O 4.269 -0.456 -2.883 -0.165 0.031 -0.556
O 3.321 7.486 -6.162 -0.191 -0.234 0.481
O 14.909 0.617 25.612 -0.65 -0.174 0.164
O -10.615 -8.145 25.74 -0.023 -0.173 -0.375
O 1.89 0.519 -1.932 0.006 0.012 -0.284
O 22.713 -5.475 -6.215 -0.337 0.446 -0.419
O 10.056 -7.587 25.433 -0.107 -0.229 0.312
O 12.973 -8.013 -5.969 0.111 -0.659 -0.098
O 20.285 6.32 -1.809 -0.592 0.416 -0.194
O 11.551 6.695 24.872 0.763 0.012 -0.001
O -30.35 -7.901 -3.281 -0.55 -0.183 -0.009
O 23.509 -7.694 22.892 -0.201 -0.385 0.098
O 19.39 -2.172 25.655 0.573 0.163 -0.188
O 9.725 6.423 -1.407 0.39 0.427 -0.327
O 18.382 -0.23 -3.132 0.137 -0.27 -0.398
O 26.126 6.577 -1.577 0.571 0.115 -0.107
O -29.446 4.085 -4.76 0.872 -0.119 0.171
O 15.312 -6.737 24.141 -0.129 -0.025 0.291
O 19.319 4.889 -3.712 -0.344 0.134 -0.593
O 11.716 -6.503 -1.291 -0.094 -0.088 -0.122
O -18.854 8.046 -0.381 -0.337 0.001 -0.157
O 24.6 6.251 -3.649 -0.028 0.327 0.163
O -12.202 7.409 -1.049 0.414 0.074 -0.213
O -25.176 -4.649 25.433 -0.272 -0.265 -0.341
O 24.451 -2.754 -0.146 0.082 0.05 -0.295
O -29.072 3.777 24.364 0.267 0.46 -0.315
O 21.869 6.048 -3.886 -0.154 0.439 -0.337
O 28.823 0.379 -4.398 -0.387 0.055 0.453
O -16.096 3.9 25.644 -0.002 0.412 -0.003
O 30.738 3.872 23.451 0.483 -0.015 -0.152
O 31.72 3.839 -5.979 0.549 -0.045 -0.182
O -32.213 -5.997 -3.544 0.162 0.352 -0.039
O 11.699 -3.342 -5.422 0.452 0.294 0.452
O -31.726 2.874 -4.557 -0.016 0.423 0.398
O 14.566 -3.561 -1.226 0.203 0.154 -0.082
O -9.102 2.62 -2.625 -0.511 0.268 0.203
O -12.15 -1.123 -2.346 0.23 -0.118 -0.221
O 32.525 1.28 -6.15 0.674 -0.188 0.097
O -4.202 -3.778 -2.545 -0.22 -0.296 0.434
O 31.823 0.881 -0.989 -0.15 -0.017 -0.308
O 29.953 -2.754 24.405 0.623 0.298 0.076
O 32.542 -8.118 22.034 0.028 -0.071 0.377
O -27.278 -5.426 -3.724 0.056 -0.335 -0.353
O -0.133 0.56 25.269 0.318 -0.13 -0.627
O 32.086 -1.212 -6.622 0.203 0.186 0.748
O -2.775 8.035 0.133 0.019 0.072 -0.363
O -13.012 -2.884 -0.51 -0.262 0.198 0.309
O -3.667 1.996 -6.514 0.287 -0.012 -0.318
O 20.354 0.676 -1.507 0.421 -0.503 0.02
O -20.778 -0.041 -6.01 0.167 0.505 -0.296
O 31.434 -3.803 -6.328 0.156 0.075 0.413
O -18.636 5.186 25.252 -0.311 -0.147 0.334
O -20.957 -1.124 -3.598 -0.257 -0.154 -0.086
O -7.117 -7.128 -1.884 -0.566 -0.135 0.138
O -32.099 -5.792 -6.521 0.263 -0.029 0.239
O -25.6 3.701 -1.636 0.112 0.139 -0.231
O -24.283 8.053 -0.691 -0.071 -0.036 -0.244
O -29.838 -5.359 -3.934 -0.303 -0.008 -0.012
O 23.488 -0.569 23.034 0.407 -0.208 0.222
O -24.213 0.1 25.164 0.435 -0.025 -0.053
O -25.348 -4.303 -2.447 -0.239 0.222 0.402
O -18.191 6.278 -4.287 0.22 -0.231 0.178
O -8.209 8.004 0.183 -0.288 -0.218 -0.161
O 28.974 -1.315 -6.295 0.202 0.11 0.039
O -26.393 3.736 -4.157 -0.724 0.006 -0.297
O 5.699 -7.937 -6.536 -0.002 0.581 -0.36
O -19.908 -7.759 25.448 -0.198 -0.462 -0.334
O -13.429 7.481 -3.366 -0.142 0.143 -0.082
O -6.37 -2.95 -3.817 0.131 0.483 0.265
O -21.809 -1.584 22.729 -0.553 0.215 0.227
O -24.282 4.676 -5.431 0.349 -0.34 0.68
O -21.569 -0.026 -0.45 -0.363 -0.094 -0.596
O 13.928 -3.767 -6.858 0.372 -0.381 -0.169
O 5.827 8.126 25.687 -0.083 0.172 -0.103
O -14.799 -6.571 23.255 -0.232 -0.024 0.384
O -15.617 1.947 -5.777 0.253 -0.255 0.639
O -25.716 4.468 22.882 -0.01 0.62 0.122
O -19.468 -7.94 -3.43 0.127 0.023 -0.076
O -4.304 1.484 24.312 0.11 0.314 0.724
O 5.961 -0.689 -6.169 0.561 0.003 0.424
O -29.068 7.55 -1.014 0.094 0.489 -0.104
O -14.555 -0.704 22.86 -0.098 0.574 -0.046
O -19.355 -2.762 25.339 0.199 0.086 0.001
O -31.72 -1.149 -1.172 0.049 -0.189 -0.416
O -27.056 -7.754 -5.805 -0.463 0.373 0.271
O -0.345 2.902 26.337 0.037 0.274 0.006
O -13.705 7.734 -5.977 0.458 0.056 -0.024
O 3.868 3.667 23.889 -0.032 0.237 -0.434
O 27.255 -3.612 -2.746 0.529 0.259 0.149
O -24.437 -2.508 -0.472 0.16 0.154 -0.191
O -11.099 -3.23 22.534 0.523 0.024 -0.129
O 23.428 5.925 -5.985 -0.564 -0.344 -0.097
O -10.629 -5.685 -3.363 0.287 -0.083 -0.141
O -5.739 -4.916 25.472 0.27 0.011 -0.382
O -11.591 -7.672 -4.696 0.571 -0.167 0.132
O 13.281 2.795 -0.38 0.265 0.029 -0.204
O -9.876 -1.038 -1.029 -0.127 -0.272 -0.245
O 7.946 -5.767 22.196 0.216 -0.164 0.203
O 19.114 2.275 -3.162 0.425 -0.035 -0.226
O 29.395 -8.029 -0.773 0.009 -0.392 0.38
O 23.69 1.442 24.901 0.316 -0.216 0.151
O -1.728 4.186 -2.408 -0.093 -0.281 -0.447
O 2.262 4.678 25.669 -0.296 -0.164 0.278
O -7.952 0.215 22.176 -0.251 -0.127 0.448
O -22.86 -4.148 -1.654 0.405 -0.324 -0.221
O -24.234 -2.556 23.995 -0.316 0.044 -0.19
O -24.806 -2.124 26.477 0.057 -0.089 0.385
O 26.375 1.986 -1.531 -0.527 0.008 -0.384
O -26.409 -7.111 22.998 0.202 0.134 0.496
O 32.605 -5.241 -0.521 -0.001 -0.129 -0.382
O -28.848 -6.751 23.933 -0.292 -0.234 0.528
O 4.854 6.681 23.611 -0.316 -0.149 0.158
O -7.402 5.271 -4.964 -0.319 -0.249 0.5
O 14.502 0.901 -1.461 -0.115 -0.365 -0.163
O 15.792 0.277 -3.465 -0.032 -0.103 -0.251
O -21.844 1.372 -3.911 0.095 0.337 -0.147
O 18.246 -6.909 -1.496 0.818 0.143 -0.016
O -1.875 -3.663 -1.261 0.168 -0.086 -0.412
O -16.411 -1.711 -5.146 0.538 0.311 0.056
O 1.876 -3.878 -5.623 -0.365 0.095 0.255
O 3.357 1.987 -3.424 -0.389 0.19 -0.156
O 14.5 2.645 -3.531 0.204 0.25 0.195
O -12.899 -5.328 -4.549 -0.713 -0.465 -0.231
O 0.543 -7.092 23.219 0.242 0.195 0.059
O -10.577 5.523 -0.245 -0.12 -0.037 -0.58
O 4.864 3.657 -4.64 -0.179 -0.239 -0.015
O 6.165 -6.685 -1.432 -0.137 0.174 -0.086
O 3.273 -3.448 -3.48 -0.577 -0.162 0.485
O 17.036 -0.939 25.508 -0.115 -0.453 0.128
O 2.237 -1.406 -4.762 0.057 0.365 0.378
O 7.899 -4.725 -3.51 -0.604 -0.28 0.099
O 11.177 0.341 -5.681 0.208 -0.421 -0.336
O -14.701 -1.281 -1.547 -0.339 0.138 -0.623
O 1.613 4.652 23.042 0.129 0.644 0.081
O -7.186 -0.724 -4.56 -0.092 0.234 0.418
O -4.355 -7.005 23.246 -0.395 0.04 0.133
O 23.382 6.551 24.579 0.044 -0.019 0.339
O 12.471 -4.33 -2.553 -0.314 0.12 0.037
O 21.995 5.287 -0.361 0.328 0.139 -0.18
O -27.454 -0.722 -3.888 0.087 0.194 -0.429
O 10.746 -0.182 -0.482 0.315 -0.16 -0.191
O 13.956 -2.261 -3.386 -0.261 0.236 0.068
O -25.314 -1.877 -5.711 -0.038 0.089 0.205
O 25.695 -4.86 -1.155 -0.174 -0.416 -0.028
O -14.223 -5.568 25.651 -0.327 0.327 -0.028
O 21.343 3.821 -2.65 -0.474 -0.146 0.329
O -3.836 4.693 -0.864 -0.493 -0.154 -0.119
O -3.955 -6.812 25.845 0.126 -0.195 0.254
O 18.46 -5.811 22.85 -0.226 0.127 -0.078
O 17.643 4.073 -1.798 -0.539 0.226 0.034
O -26.168 6.358 -4.616 0.514 0.146 0.249
O 1.969 -6.558 -6.008 0.124 -0.16 0.59
O 16.166 5.785 -4.047 0.237 0.003 0.089
O 16.819 -5.285 -6.223 -0.366 0.342 -0.286
O -4.904 5.037 25.739 0.183 -0.401 -0.464
O 10.42 5.065 -3.647 -0.276 0.19 -0.19
O -18.373 -5.659 -2.881 0.249 -0.451 -0.129
O 22.726 -5.844 -1.375 -0.085 -0.128 -0.33
O 17.158 -5.859 -3.669 0.054 0.495 0.306
O 31.522 -1.024 -2.717 0.08 0.015 -0.481
O -16.781 -0.829 25.039 -0.232 0.102 0.383
O -11.712 -3.091 -5.093 0.034 -0.024 -0.234
O 16.525 7.506 25.141 -0.382 0.311 0.488
O 21.384 -7.241 -4.873 0.07 -0.57 0.274
O 16.855 -0.872 -1.174 -0.634 0.144 -0.001
O -2.156 -2.669 -6.15 -0.26 -0.525 0.122
O 20.64 0.329 -4.128 -0.295 -0.439 -0.168
O -19.659 -1.534 -1.332 0.559 -0.144 0.045
O 7.36 2.303 -3.339 -0.456 0.101 -0.607
O 31.941 2.706 25.438 -0.302 0.469 0.233
O -4.679 -7.081 -1.046 0.225 0.541 -0.265
O 11.142 2.471 -4.124 -0.578 -0.057 0.702
O -6.964 0.049 24.918 0.123 -0.165 -0.543
O 9.373 -4.525 -1.246 0.417 -0.243 0.032
O -29.888 -0.969 -3.217 -0.404 -0.407 0.289
O -2.894 -6.557 -4.515 0.05 0.256 0.571
O -31.409 7.999 -6.529 0.544 -0.332 -0.086
O 8.009 8.133 -0.407 0.044 0.033 -0.163
O -18.837 -5.357 25.233 0.157 -0.082 0.571
O -0.269 1.227 -0.431 0.066 0.276 -0.141
O 9.966 -3.121 -3.41 0.174 0.697 0.165
O -20.445 -6.508 -1.437 -0.426 0.146 0.005
O -11.474 1.312 25.825 -0.221 -0.346 0.07
O -18.951 -1.876 -5.851 0.313 -0.68 -0.173
O 8.137 8.019 -5.833 0.265 -0.429 0.316
O 2.575 7.144 26.308 -0.014 0.113 -0.464
O -19.214 -3.193 -3.308 -0.413 -0.25 -0.372
O 3.145 7.019 -1.176 -0.24 -0.405 -0.42
O -23.376 -5.385 -3.927 -0.466 -0.458 0.064
O -2.667 -0.192 25.3 -0.38 -0.001 0.452
O -12.484 1.757 23.415 -0.236 -0.238 -0.051
O -22.458 -4.033 23.02 0.257 -0.086 0.181
O -29.212 1.039 -1.659 0.172 -0.165 -0.218
O -24.932 -0.539 -3.438 0.233 -0.06 0.015
O -32.313 5.155 -0.536 0.221 -0.176 -0.69
O -18.398 -3.959 23.147 -0.37 -0.172 -0.001
O -18.584 2.48 -0.402 -0.115 0.141 -0.243
O -13.431 2.727 -0.426 -0.009 -0.133 -0.496
O -6.363 -4.703 -0.853 0.455 0.224 0.024
O -5.348 0.051 -0.292 -0.163 0.32 -0.245
O 4.312 -4.264 -1.173 0.247 -0.12 -0.235
O -10.101 0.286 -3.244 0.328 -0.503 -0.436
O -31.477 -1.041 25.178 -0.176 -0.315 -0.394
O -11.486 1.082 -1.134 0.4 0.372 -0.173
O -20.055 4.357 23.109 -0.093 -0.135 0.436
O -9.676 -3.122 -6.975 -0.433 -0.295 -0.374
O -26.502 1.459 -2.717 -0.302 0.183 0.227
O -29.62 5.962 -2.983 -0.36 -0.267 0.415
O 23.048 -1 -1.377 0.026 0.593 -0.235
O -8.537 -4.901 -2.183 0.023 0.374 -0.122
O 30.955 -3.42 -1.649 0.074 -0.317 -0.487
O -8.353 4.147 -0.792 0.228 0.106 -0.087
O -27.34 2.756 21.89 0.189 -0.192 0.331
O 6.89 4.848 -3.462 -0.013 0.733 0.199
O 15.047 4.052 -5.695 0.046 -0.126 -0.392
O 26.366 -5.986 -3.48 0.289 -0.718 0.101
O -13.762 0.356 25.165 -0.608 0.169 0.37
O 28.667 -0.649 25.349 -0.586 0.275 0.219
O 22.625 1.848 22.45 0.185 0.385 -0.09
O 17.215 5.072 -6.485 0.533 0.268 -0.099
O -21.872 -4.687 -6.011 0.061 0.161 0.145
O 0.086 -4.248 24.892 -0.029 -0.717 -0.304
O -20.581 6.007 -3.186 -0.018 -0.265 0.156
O 3.959 -7.389 -2.731 -0.049 -0.051 -0.11
O -10.628 -0.912 -5.956 0.22 0.447 0.337
O -6.136 6.948 -0.948 0.392 -0.6 -0.21
O 5.442 -2.842 25.341 -0.006 -0.164 0.542
O 16.232 -5.445 -0.526 -0.196 -0.162 -0.551
O -7.073 7.598 -6.22 -0.09 0.426 0.037
O -27.874 2.139 26.063 0.005 -0.021 0.329
O 27.107 -1.693 -4.519 -0.383 0.179 -0.227
O 29.895 5.364 -4.693 -0.019 -0.443 0.627
O -10.973 -4.391 -1.101 -0.121 0.019 -0.334
O 2.466 2.757 0.035 -0.028 -0.048 -0.402
O -15.989 -5.431 -0.402 0.115 -0.065 -0.146
O -16.868 -3.492 25.246 0.253 -0.616 0.213
O 25.365 -3.829 -4.53 -0.399 0.288 -0.57
O 20.247 -6.595 24.622 0.075 -0.221 -0.254
O -9.957 -6.761 -1.001 -0.301 -0.412 -0.43
O 0.595 4.196 -0.992 0.123 0.224 -0.33
O -24.109 4.419 24.868 0.148 -0.13 0.537
O 14.179 7.437 -3.774 -0.406 -0.341 0.035
O 17.241 3.481 -4.373 -0.034 -0.692 -0.171
O -6.046 1.027 -6.165 0.056 -0.617 0.034
O -3.205 7.252 -4.991 -0.26 -0.339 -0.57
O -22.201 -7.237 -5.396 0.456 -0.141 0.183
O -8.052 -2.728 -0.185 -0.397 -0.037 -0.444
O 29.579 -2.166 -3.811 -0.012 -0.352 -0.248
O -5.208 7.91 -3.265 -0.094 0.16 -0.419
O 13.177 2.108 -5.715 -0.025 -0.056 -0.373
O -17.238 6.184 -1.232 -0.578 -0.156 -0.085
O 19.308 -6.125 -6.215 0.348 0.244 -0.188
O 28.075 -5.874 -1.456 0.147 -0.057 -0.5
O -10.518 -3.034 25.129 -0.217 0.109 0.44
O -4.943 5.453 -4.057 0.293 -0.149 -0.27
O -2.888 -5.607 -6.911 -0.373 0.468 -0.349
O 30.762 6.468 23.03 -0.051 0.336 0.336
O 10.483 4.133 -6.094 -0.224 0.264 -0.031
O -15.385 4.268 -1.264 -0.034 -0.312 -0.51
O -22.465 6.045 -1.376 0.116 0.039 -0.349
O 0.37 2.995 -3.32 0.321 -0.063 -0.373
O -23.695 -2.818 -3.825 0.502 -0.125 -0.046
O -18.172 3.003 -6.012 -0.377 0.098 0.614
O 0.958 -0.579 -6.909 0.848 -0.213 -0.073
O -23.221 6.807 -6.46 0.041 -0.034 0.35
O 31.297 -0.354 25.306 0.017 -0.121 -0.297
O 15.264 -1.903 -5.689 0.006 0.769 0.088
O -0.118 -5.446 -0.369 0.317 -0.26 -0.475
O 29.304 7.514 -3.333 -0.545 0.244 -0.342
O -31.332 5.942 -4.994 -0.224 -0.17 -0.188
O -29.322 -2.48 25.279 -0.121 -0.354 -0.179
O 2.52 -2.651 -0.232 0.174 0.115 -0.388
O -16.256 4.948 -5.722 0.043 -0.467 0.306
O 4.238 1.283 -1.038 0.465 0.326 -0.011
O -28.623 -4.625 26.34 0.286 -0.528 0.54
O 6.934 -0.327 -3.128 0.047 -0.222 -0.451
O 5.074 5.431 -0.308 -0.041 -0.09 -0.057
O -10.952 4.069 -6.535 -0.161 -0.142 -0.138
O 23.803 -6.068 -3.992 0.148 -0.086 0.348
O 20.802 7.421 25.724 -0.186 -0.424 0.553
O -9.086 -2.572 -4.506 -0.184 -0.094 0.57
O -13.226 -4.525 23.298 0.068 0.046 0.177
O 17.273 4.923 25.644 -0.392 -0.122 0.228
O 29.276 -1.504 -1.302 -0.386 -0.192 -0.201
O 7.84 -2.692 -0.255 0.023 0.045 -0.474
O 0.277 5.662 -3.109 0.176 -0.01 0.291
O 22.666 -7.237 25.314 0.169 0.484 0.55
O -10.868 2.415 -4.534 -0.292 0.282 0.294
O 18.832 -2.63 -0.517 0.07 -0.158 -0.444
O 0.367 -1.242 -0.96 -0.64 -0.304 -0.111
O -14.237 -8.099 25.882 0.463 -0.123 -0.173
O 21.166 5.159 24.472 -0.24 -0.584 0.298
O -29.395 -1.554 -5.685 -0.366 -0.035 0
O -3.12 6.518 -2.552 0.093 0.441 0.15
O 13.019 0.536 -3.671 -0.14 -0.643 0.345
O -30.536 -6.185 -1.472 0.738 0.307 -0.09
O 25.981 4.154 -2.806 -0.642 -0.186 -0.124
O 10.494 -7.754 -6.72 0.153 0.253 0.517
O -23.086 6.007 22.998 -0.103 -0.414 0.111
O 23.498 3.279 -1.486 0.756 -0.359 -0.062
O 15.134 6.334 -1.579 -0.086 -0.392 -0.135
O 31.749 6.397 -6.375 -0.165 0.316 -0.382
O 5.215 -5.211 -3.403 0.218 0.098 -0.608
O -19.134 5.261 -6.695 0.237 -0.049 0.04
O -11.275 7.698 22.308 0.1 -0.023 0.268
O -1.553 2.019 -4.854 -0.339 0.385 0.155
O 16.572 -2.635 22.262 0.204 0.241 0.374
O -2.532 2.679 0.042 -0.095 -0.04 -0.485
O 19.009 2.547 -0.31 0.144 -0.089 0.112
O 18.958 -7.686 -4.024 -0.039 -0.234 0.223
O 19.28 0.4 25.418 0.248 -0.102 0.678
O -14.132 -7.101 -1.352 0.184 0.336 -0.467
O 25.106 -7.876 25.09 0.455 -0.164 -0.57
O -12.364 -6.8 24.249 -0.059 -0.477 -0.353
O 25.132 -1.881 -2.835 0.162 0.28 0.465
O 20.698 -4.198 -1.395 -0.034 0.04 -0.34
O 9.264 -5.142 25.433 -0.743 -0.068 0.044
O -14.457 -3.424 -5.396 -0.166 0.323 -0.547
O -6.645 2.697 24.401 -0.329 0.295 0.31
O -17.758 0.437 -5.769 -0.157 0.09 -0.148
O 8.862 0.936 -1.756 -0.212 -0.013 -0.203
O 8.004 -2.938 24.779 -0.003 0.174 0.188
O 30.005 2.642 -0.391 -0.018 -0.19 -0.26
O -16.509 8.133 22.252 0.044 -0.075 0.588
O -21.912 -2.339 25.189 -0.379 -0.011 0.198
O -3.537 -1.649 -1.142 -0.003 0.261 -0.228
O -18.343 -0.773 -3.526 0.505 0.646 0.175
O 22.997 -3.359 -2.484 0.133 -0.118 -0.122
O 12.669 -1.441 25.512 0.509 0.548 -0.075
O 28.786 2.61 -5.997 -0.176 -0.171 -0.223
O -30.87 2.068 25.112 0.238 -0.298 0.109
O -14.546 -2.186 24.996 0.487 -0.429 -0.21
O 16.621 8.022 -2.893 -0.235 -0.233 0.196
O -27.779 -4.469 -1.292 -0.039 0.054 -0.327
O -9.401 6.244 -6.309 -0.16 0.375 -0.172
O 28.527 -7.658 25.204 0.167 -0.485 -0.265
O -29.912 2.425 -6.641 -0.43 0.246 0.095
O 5.678 -2.656 -2.823 0.461 -0.128 -0.187
O 18.809 6.507 24.467 -0.068 -0.039 -0.314
O -11.822 6.126 -5.151 -0.218 -0.246 0.564
O -17.507 0.74 22.988 0.452 -0.049 0.05
O -28.524 -4.545 -6.048 -0.051 0.505 -0.066
O -29.773 -2.743 -0.484 0.262 -0.007 -0.075
O -26.434 -0.837 -1.361 -0.304 0.223 -0.098
O 28.649 5.035 22.481 -0.212 0.218 -0.147
O -28.731 6.56 -5.347 0 0.178 -0.498
O 22.423 0.368 -6.044 -0.012 0.016 -0.184
O 29.725 1.676 24.743 -0.574 0.253 -0.067
O -27.227 5.556 -0.623 0.068 0.243 -0.674
O -16.85 -4.043 -6.33 -0.445 -0.409 0.209
O 12.778 -6.676 -3.711 -0.174 0.32 -0.239
O 10.615 -2.918 25.148 -0.004 0.024 0.582
O -1.432 6.017 -0.694 0.41 -0.037 -0.219
O -7.036 1.882 -1.144 0.16 -0.187 -0.313
O 11.984 4.233 25.67 0.02 -0.173 0.394
O 30.779 2.133 -4.3 0.261 -0.38 0.575
O 21.361 2.024 25.767 -0.173 -0.021 0.336
O -22.922 1.886 -1.477 0.059 0.328 -0.124
O -1.383 -7.62 -6.373 0.453 -0.393 -0.141
O 27.28 4.763 -6.574 -0.474 -0.141 0.102
O 6.322 -7.528 -3.964 0.202 -0.387 0.127
O 7.096 5.915 25.022 0.185 -0.15 -0.409
O 31.84 -3.991 25.73 0.082 -0.171 -0.086
O -16.232 6.455 25.439 -0.034 0.321 -0.599
O -2.734 -0.26 -5.334 -0.519 -0.068 0.193
O -25.473 2.158 24.156 -0.322 -0.098 0.019
O -20.768 -5.683 -3.89 -0.026 0.615 -0.404
O -31.699 0.793 -2.837 -0.279 0.466 -0.21
O 0.914 0.919 -4.827 0.656 0.131 -0.321
O -19.585 -0.148 22.059 -0.084 -0.142 0.671
O 19.829 7.625 -6.328 0.13 -0.5 0.157
O -16.475 0.346 -0.439 -0.115 -0.099 -0.576
O -17.61 -3.658 -1.35 -0.149 0.542 -0.076
O 30.932 -7.01 -2.611 -0.001 0.255 0.245
O 21.497 -5.015 -3.685 -0.701 0.173 -0.266
O -27.263 7.935 25.145 -0.507 -0.247 0.461
O -6.727 3.837 -2.88 0.558 -0.145 0.012
O -7.077 -4.312 23.286 -0.126 -0.299 0.116
O 23.687 -7.879 -6.678 -0.583 -0.084 0.052
O 11.458 4.457 -1.314 0.505 0.074 -0.165
O 11.939 1.704 24.742 0.443 -0.338 0.138
O 25.071 -4.001 25.116 -0.412 0.205 -0.277
O 1.494 2.504 24.425 0.277 -0.294 -0.583
O 6.513 3.482 -1.172 -0.324 -0.574 -0.19
O -9.853 -6.842 23.552 0.51 0.127 0.384
O 27.412 -2.89 25.016 -0.107 0.134 0.569
O -22.16 3.897 -2.995 -0.023 0.16 -0.266
O 28.189 2.676 -3.439 0.094 0.394 -0.174
O -5.569 3.336 -5.209 -0.188 -0.289 0.044
O -16.616 -3.915 -3.766 0.38 -0.375 0.341
O 4.278 1.326 -5.777 -0.231 -0.551 0.043
O -29.561 1.482 -4.213 0.106 -0.097 0.035
O 31.283 6.798 -1.68 0.307 -0.281 -0.49
O 12.021 3.677 23.12 -0.735 0.152 0.049
O -26.508 -0.1 26.244 -0.154 -0.199 0.102
O 1.752 -7.089 -1.229 0.174 0.238 -0.24
O 9.613 -1.694 -5.545 -0.091 -0.088 -0.166
O 13.285 -5.411 25.056 -0.074 -0.218 -0.036
O -8.329 -4.569 25.532 -0.097 -0.747 0.089
O 23.452 3.984 -4.149 0.371 -0.259 -0.504
O -9.069 1.622 24.953 -0.392 0.129 -0.254
O 29.193 5.251 24.992 -0.671 -0.094 -0.168
O -30.69 -5.055 24.775 -0.312 0 -0.056
O 12.743 4.439 -4.626 0.181 0.691 -0.221
O 5.885 -0.967 -0.841 -0.638 0.577 0.097
O -24.988 -7.255 25.89 0.067 -0.073 -0.07
O 27.318 -0.075 -0.412 -0.151 -0.155 -0.225
O -30.327 3.025 -0.501 0.143 0.077 -0.274
O 23.21 3.993 25.582 0.322 0.302 0.425
O 12.437 -2.005 -1.28 0.087 0.195 -0.463
O 16.622 -2.165 -3.462 0.39 -0.536 0.091
O -28.452 -3.133 -3.846 -0.006 0.001 0.606
O 15.278 -4.225 -4.376 -0.126 -0.356 0.073
O 32.262 7.978 -4.423 -0.295 -0.158 0.395
O 15.062 -6.758 -5.017 0.379 0.012 -0.43
O 13.492 8.112 -0.506 0.028 0.161 -0.197
O -26.658 4.772 -6.598 -0.413 -0.231 -0.278
O -24.242 2.442 -3.586 0.037 -0.232 -0.513
O -8.347 1.602 -4.848 0.04 0.534 -0.115
O 25.329 -5.952 -6.052 0.34 -0.319 -0.285
O -24.525 -7.329 -6.367 -0.019 0.325 0.511
O -18.477 1.166 25.375 -0.324 0.521 -0.231
O 22.787 1.602 -3.549 0.151 -0.013 0.248
O 2.824 -2.993 25.51 -0.385 0.532 -0.139
O -0.621 0.557 -2.826 -0.554 -0.161 0.178
O 24.362 -7.97 -0.675 0.078 0.006 -0.137
O 10.367 -5.701 -3.331 -0.283 -0.535 -0.642
O -4.018 7.171 24.624 0.401 -0.516 -0.304
O -13.36 3.034 25.624 0.117 0.064 -0.172
O -2.422 -2.192 -3.486 -0.157 0.055 0.017
O -26.825 -2.867 25.003 -0.218 0.037 -0.508
O 16.64 2.478 25.231 0.239 -0.312 0.649
O 28.362 7.113 -5.857 0.443 0.417 -0.306
O -5.76 1.882 22.164 0.359 0.207 -0.197
O -15.81 5.871 -3.415 0.571 -0.101 -0.327
O 4.725 5.718 25.968 0.251 -0.498 0.368
O 0.336 6.558 -5.51 -0.287 -0.029 0.07
O 6.567 1.81 -6.986 0.56 -0.245 0.049
O 4.241 -2.685 -5.84 0.047 -0.158 -0.455
O -21.673 4.838 -6.254 0.234 -0.771 0.36
O -3.767 -0.75 22.953 -0.223 -0.137 0.054
O 0.221 7.989 25.526 -0.368 -0.065 0.32
O -26.194 -6.582 -1.523 -0.164 -0.348 -0.254
O -13.776 5.64 26.003 0.405 0.2 -0.477
O -27.81 7.908 -3.307 0.41 0.256 0.3
O -0.898 8.028 -3.842 -0.271 0.293 0.663
O 19.136 3.054 25.072 0.1 0.529 0.199

Results
total energy: -406615.203 eV
total energy less fixed offsets of O -438.25, Si -107.07 eV per atom: -2.403 eV
